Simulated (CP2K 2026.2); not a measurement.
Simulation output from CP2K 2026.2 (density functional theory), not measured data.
Periodic cell of 1877 atoms, Si1216O661, from a study of silicon, its oxide and their interface. The atomic structure is a simulated model.
Doubt: the forces sum to 2.01 eV/angstrom along one axis rather than to zero, so they err by at least 0.0011 eV/angstrom per atom on average; the grid cutoff is modest.

Settings: functional PBE; method Gaussian and plane waves; basis set DZVP-MOLOPT-SR-GTH; pseudopotentials GTH-PBE; grid cutoff 300 Ry, relative cutoff 40 Ry; k points Gamma only; occupations fixed; spin none; net charge 0.

Cell vectors (angstrom)
a 61.5484 0 0
b 0 15.3871 0
c -5.2633 -0.5321 34.3311

Atoms and the computed forces on them: element, x, y, z (angstrom), force x, y, z (eV/angstrom)
Si -3.958 0.636 -3.339 -0.018 0.03 0.177
Si -6.655 1.631 -4.029 0.011 0.03 0.101
Si -1.506 -7.417 -5.052 -0.011 0.133 0.151
Si -3.584 -7.092 0.249 0.082 0.043 0.65
Si -0.99 0.591 -3.246 0.016 -0.001 0.157
Si 0.714 3.069 -3.403 -0.064 0.06 0.191
Si -5.492 4.999 -7.315 -0.113 0.038 -0.035
Si -2.144 -4.811 -3.318 0.007 -0.129 0.011
Si 4.927 0.646 -2.569 -0.086 0.091 0.165
Si 3.688 3.457 -2.721 0.018 0 0.15
Si 3.331 -7.371 -2.901 0.06 0.049 0.24
Si 3.274 -4.18 -3.058 -0.087 -0.014 0.224
Si 7.99 0.094 -2.257 0.059 0.014 0.658
Si 8.673 2.612 -4.002 -0.036 -0.117 0.194
Si 12.356 5.567 -5.185 0.132 -0.06 -0.032
Si 8.318 -2.907 -2.886 -0.145 0.103 0.307
Si 0.294 0.269 -0.39 0.144 0.058 0.159
Si -0.342 4.751 -1.031 0.18 -0.078 0.613
Si 0.459 -8.203 -2.904 -0.011 0.011 0.084
Si -1.035 -6.361 -1.063 -0.081 -0.059 0.113
Si 3.397 0.127 0.084 0.084 0.008 0.851
Si 4.214 3.961 0.168 -0.229 0.004 0.77
Si 4.253 -7.567 0.085 -0.238 -0.006 0.782
Si 4.008 -3.732 -0.062 -0.231 0.018 0.753
Si 8.378 0.175 0.045 0.065 0.055 -0.029
Si 7.351 4.094 0.226 0.122 -0.144 0.743
Si 7.379 -7.519 0.215 0.096 0.044 0.741
Si 7.201 -3.615 -0.009 0.164 0.01 0.778
Si 10.801 0.247 -0.161 -0.355 0.339 0.502
Si 11.885 3.998 -0.2 -0.227 -0.062 0.74
Si 9.492 -7.82 -2.206 -0.027 -0.045 0.1
Si 10.236 -5.188 -3.718 -0.103 -0.118 0.118
Si 0.031 2.496 1.734 0.133 0.289 0.467
Si 0.054 4.893 1.347 -0.043 -0.017 0.016
Si -0.034 -5.175 1.599 -0.046 -0.183 0.787
Si -0.063 -2.1 1.665 0.066 0.169 0.675
Si 3.835 2.016 1.422 -0.001 -0.006 -0.054
Si 3.903 5.899 1.41 -0.018 0.031 -0.073
Si 3.808 -5.633 1.338 0.05 0.007 -0.111
Si 3.705 -1.834 1.335 0.028 0.029 -0.069
Si 7.79 2.064 1.33 -0.044 0.063 -0.007
Si 7.615 5.961 1.565 0.003 0.014 0.015
Si 7.623 -5.517 1.371 -0.053 -0.017 -0.041
Si 7.686 -1.725 1.309 -0.05 -0.057 0.008
Si 11.581 2.046 1.197 0.018 0.042 -0.05
Si 11.547 5.851 1.239 0.001 0.009 -0.063
Si 11.427 -5.287 1.498 0.074 -0.166 0.788
Si 11.483 -2.21 1.475 -0.002 0.236 0.744
Si -1.881 2.007 2.95 0.003 -0.021 0.019
Si -1.813 5.766 2.66 0.037 0.012 0.079
Si -1.883 -5.61 2.982 0.044 -0.018 -0.016
Si -2.024 -1.976 2.889 -0.055 0 -0.057
Si 2.001 2.036 2.879 0.002 -0.017 0.037
Si 1.904 5.746 2.628 0.005 0.034 0.053
Si 1.933 -5.671 2.753 -0.01 -0.005 0.002
Si 1.926 -1.871 2.86 -0.026 0.002 -0.018
Si 5.82 1.98 2.704 0.012 -0.007 -0.001
Si 5.72 5.901 2.902 -0.017 0.003 0.023
Si 5.713 -5.607 2.747 -0.01 0.025 0.044
Si 5.709 -1.741 2.656 -0.02 -0.021 -0.007
Si 9.705 2.119 2.685 0.032 -0.05 -0.032
Si 9.66 5.891 2.694 -0.021 0.033 0.022
Si 9.51 -5.576 2.78 0.019 -0.004 0.01
Si 9.548 -1.871 2.763 -0.018 -0.001 -0.034
Si -1.954 0.002 4.166 0.037 0.016 0.019
Si -1.956 3.96 4.203 0.004 0.049 -0.045
Si -1.831 7.692 4.08 0.031 0.007 -0.036
Si -1.907 -3.769 4.377 -0.014 -0.042 0.042
Si 1.937 0.07 4.163 -0.054 -0.01 -0.013
Si 1.991 3.96 4.184 -0.041 0.023 -0.038
Si 1.869 7.716 4.01 -0.023 -0.003 -0.052
Si 1.959 -3.799 4.194 -0.05 0.008 -0.002
Si 5.76 0.103 4.109 -0.019 -0.006 -0.006
Si 5.773 3.898 4.117 -0.01 0.03 -0.033
Si 5.734 7.863 4.153 -0.013 0.003 0.002
Si 5.741 -3.675 4.073 0.015 0 -0.047
Si 9.641 0.13 4.02 0.031 0.009 -0.027
Si 9.654 3.984 4.091 0.021 0.028 -0.011
Si 9.62 -7.566 4.052 0.009 -0.019 -0.013
Si 9.546 -3.726 4.194 0.022 0.01 0.016
Si -0.002 0.023 5.497 0.006 0.019 0.017
Si 0.022 3.925 5.486 0.008 0.007 0.014
Si 0.035 7.742 5.484 0.006 0.009 0.04
Si 0.066 -3.784 5.596 0.008 -0.008 0.02
Si 3.854 0.084 5.505 -0.006 0.021 -0.002
Si 3.885 3.926 5.53 0.024 -0.027 0.028
Si 3.782 7.775 5.442 -0.004 -0.002 0.004
Si 3.873 -3.749 5.514 0.017 0 0.008
Si 7.721 0.099 5.416 0 -0.006 0.019
Si 7.714 3.941 5.436 0.008 -0.015 0.049
Si 7.701 -7.589 5.445 0.002 0.007 -0.005
Si 7.624 -3.73 5.496 -0.016 0.01 0.026
Si -3.881 -0.017 5.489 -0.027 -0.006 0.006
Si -3.87 3.877 5.515 -0.031 -0.027 0.02
Si -3.812 7.672 5.417 0.001 0.01 -0.018
Si -3.902 -3.857 5.576 0.017 0.02 -0.002
Si -0.005 1.922 12.291 -0.017 0.005 -0.006
Si -0.036 5.827 12.32 -0.006 -0.022 -0.011
Si -0.038 -5.75 12.322 -0.001 0.019 -0.027
Si -0.031 -1.9 12.323 -0.005 -0.015 -0.019
Si 3.871 1.993 12.287 -0.006 0.022 -0.013
Si 3.831 5.83 12.26 -0.009 -0.021 -0.024
Si 3.862 -5.731 12.283 0.024 0.014 -0.011
Si 3.847 -1.849 12.256 0.012 0.002 -0.02
Si 7.717 1.997 12.231 -0.02 0.007 -0.022
Si 7.668 5.813 12.186 0.006 -0.029 -0.017
Si 7.67 -5.717 12.196 0.012 0.028 -0.012
Si 7.688 -1.827 12.192 -0.025 -0.037 -0.022
Si -3.798 1.936 12.254 0 0.008 -0.02
Si -3.822 5.797 12.26 0.006 0.009 -0.043
Si -3.838 -5.797 12.275 0.015 0.004 -0.025
Si -3.837 -1.893 12.257 0.018 -0.02 -0.025
Si -1.911 1.877 13.678 0.001 -0.009 0.037
Si -1.959 5.842 13.712 0.003 0.023 0.016
Si -1.963 -5.772 13.717 -0.014 -0.015 0.034
Si -1.966 -1.933 13.699 -0.006 -0.004 -0.007
Si 1.93 1.955 13.629 0.037 -0.013 0.005
Si 1.913 5.827 13.638 0.016 -0.003 -0.003
Si 1.922 -5.769 13.622 -0.041 0.021 0.023
Si 1.933 -1.878 13.632 -0.019 0.004 0.014
Si 5.814 1.974 13.626 0.029 -0.002 0.037
Si 5.765 5.846 13.583 -0.008 -0.004 0.039
Si 5.801 -5.746 13.63 0.011 -0.029 0.031
Si 5.786 -1.822 13.579 -0.017 0.014 -0.006
Si 9.684 2.03 13.522 0.003 0.029 -0.015
Si 9.634 5.786 13.45 -0.014 0.003 -0.013
Si 9.605 -5.73 13.495 0.01 -0.039 -0.033
Si 9.629 -1.801 13.495 0.023 -0.027 0.016
Si -1.916 -0.047 15.109 -0.007 0.045 -0.003
Si -1.928 3.847 14.956 -0.025 -0.004 -0.053
Si -1.952 -7.641 15.178 -0.011 -0.008 0.006
Si -2.071 -3.851 15.087 -0.02 0.004 -0.014
Si 1.987 0.04 15.009 0.02 -0.005 -0.012
Si 1.875 3.89 14.958 -0.012 -0.012 -0.018
Si 1.933 -7.66 15.037 0.019 -0.023 -0.019
Si 1.888 -3.838 14.935 -0.008 -0.007 -0.048
Si 5.805 0.054 15.017 -0.012 0.026 -0.031
Si 5.818 3.931 14.921 0.013 0.006 -0.052
Si 5.766 -7.676 15.028 -0.001 -0.008 -0.017
Si 5.79 -3.758 14.879 0.017 -0.006 -0.035
Si 9.67 0.127 14.852 -0.004 -0.027 0.005
Si 9.741 3.94 14.879 -0.005 0.003 -0.011
Si 9.52 -7.707 14.762 -0.014 0.046 -0.06
Si 9.616 -3.761 14.75 -0.03 0.005 -0.024
Si 0.095 0.012 16.396 -0.039 -0.017 0.021
Si -0.058 3.912 16.342 0.045 0.027 0.02
Si 0.081 -7.672 16.493 -0.011 0.032 -0.023
Si -0.057 -3.845 16.275 0.026 -0.013 0.072
Si 3.893 0.032 16.43 0.024 -0.023 0.024
Si 3.844 3.868 16.205 -0.005 0.003 0.012
Si 3.849 -7.659 16.426 -0.011 0.024 0.034
Si 3.868 -3.837 16.19 0.015 0.031 0.064
Si 7.811 0.139 16.251 0.02 -0.065 0.014
Si 7.821 4.025 16.178 -0.003 0.008 0.015
Si 7.744 -7.695 16.315 -0.019 0.037 0.017
Si 7.758 -3.704 16.137 0.027 -0.014 0.04
Si -3.919 -0.055 16.416 0.035 -0.007 0.036
Si -3.795 3.75 16.344 0.031 -0.033 0.024
Si -4.007 -7.665 16.432 0.053 0.055 0.033
Si -4.068 -3.85 16.439 0.032 -0.037 0.05
Si -0.024 1.996 17.69 0.025 -0.062 0.028
Si 0.099 5.741 17.861 0.054 -0.045 -0.019
Si 0.208 -5.65 17.74 0.014 -0.016 0.055
Si 0.237 -1.995 17.653 0.472 0.106 -0.388
Si 3.855 2.033 17.692 -0.018 -0.054 0.069
Si 3.876 5.704 17.656 0.002 0.045 0.086
Si 4.036 -5.652 17.678 0.055 -0.077 0.072
Si 3.948 -2.015 17.643 -0.468 0.185 -0.234
Si 7.772 2.138 17.517 -0.019 -0.072 0.069
Si 7.896 5.793 17.77 0.044 0.086 0.059
Si 8.163 -5.641 17.366 0.197 -0.072 -0.473
Si 8.38 -1.823 17.435 0.056 -0.01 -0.019
Si -3.86 1.833 17.794 0.024 0.027 0.021
Si -3.759 5.701 17.614 -0.017 -0.03 0.044
Si -4.783 -5.76 17.683 -0.044 -0.058 -0.065
Si -4.588 -1.914 17.759 -0.009 0.027 0
Si -1.901 1.723 19.141 -0.005 0.045 -0.792
Si -1.923 6.256 18.977 -0.018 -0.562 0.106
Si -1.244 -6.137 19.495 0.374 0.258 -0.61
Si -1.314 -1.262 20.137 0.032 0.026 -0.098
Si 1.888 2.527 18.928 0.12 0.299 -0.52
Si 2.587 -9.084 21.842 0.043 -0.115 -0.201
Si 2.153 -5.056 18.95 -0.045 0.312 -0.489
Si 2.114 -2.599 18.988 0.004 -0.152 -0.141
Si 5.848 2.788 18.695 -0.045 0.181 -0.659
Si 5.871 5.158 18.775 -0.026 -0.109 -0.711
Si 5.776 -5.712 19.279 -0.266 0.179 -0.603
Si 6.753 -1.666 19.044 0.443 -0.03 -0.322
Si -5.84 2.222 19.03 -0.015 -0.203 -0.765
Si -5.272 5.323 19.326 0.429 0.155 -0.482
Si -4.062 -5.264 19.851 -0.162 -0.183 -0.61
Si -4.148 -2.243 20.12 -0.048 0.12 -0.722
Si 5.82 -3.273 21.241 0.017 -0.141 -0.209
Si -6.02 -8.743 24.13 -0.011 0.055 -0.002
Si 6.558 -4.404 24.068 -0.099 -0.025 -0.1
Si 2.052 4.971 19.007 -0.074 -0.18 -0.766
Si 1.545 -1.921 21.163 -0.068 -0.099 -0.608
Si -6.789 3.694 23.878 -0.129 -0.124 -0.104
Si 6.126 0.781 20.696 0.053 0.051 -0.128
Si 1.46 -4.09 23.401 0.041 -0.016 -0.063
Si 6.379 3.184 -8.38 -0.017 -0.053 -0.152
Si 1.082 -6.421 21.525 0.113 0.149 -0.347
Si -1.586 3.415 21.74 0.086 -0.038 -0.097
Si 1.109 2.287 21.849 -0.117 -0.044 -0.111
Si 9.056 -3.498 -8.715 0.028 -0.095 -0.09
Si 8.773 1.451 21.768 0.035 -0.032 -0.256
Si -2.93 -9.385 21.097 0.15 0.039 -0.762
Si -6.258 -3.216 24.708 -0.018 0.011 -0.125
Si 9.331 -0.8 -7.177 0.117 0.005 0.013
Si 0.312 -8.187 -7.237 -0.15 -0.056 0.001
Si -0.949 -3.554 25.136 -0.065 -0.045 -0.068
Si 7.211 -7.247 -7.481 0.158 0.024 0.12
Si 2.129 -5.875 -6.965 -0.014 0.068 -0.056
Si -3.591 -4.928 24.628 -0.035 -0.022 -0.071
Si 6.545 -7.53 23.693 0.025 0.001 -0.078
Si 11.959 -0.775 -5.619 -0.012 0.078 0.067
Si -4.134 -6.996 22.322 0.094 -0.045 -0.056
Si 5.386 -0.062 24.803 -0.031 0.003 -0.1
Si -0.29 4.396 -5.991 -0.019 -0.065 0.008
Si 6.871 5.318 -6.454 0.034 -0.071 0.074
Si -1.237 -2.27 -4.673 -0.089 0.033 0.102
Si 2.914 3.895 23.685 -0.148 -0.037 -0.099
Si 1.477 -3.402 -5.488 0.119 0.051 0.124
Si -3.317 -0.012 24.823 0.013 0.049 -0.062
Si 5.029 -5.14 -6.995 -0.038 0.13 0.131
Si 9.677 -7.59 -8.697 0.036 0.053 0.064
Si 5.562 3.052 24.841 -0.012 -0.063 0.035
Si 13.32 -0.062 -8.297 -0.015 -0.141 0.019
Si 5.736 -3.174 -4.697 -0.116 0.048 0.055
Si 4.071 -0.908 22.129 0.06 -0.087 -0.037
Si 7.876 5.109 -2.532 0.048 0.046 0.1
Si -0.145 2.376 -8.317 0.049 -0.017 -0.012
Si 5.518 -8.347 21.03 -0.034 -0.065 -0.15
Si -5.379 -1.073 22.685 0.092 -0.005 -0.168
Si 4.712 -0.276 -5.276 0.073 -0.023 0.108
Si 2.949 -1.278 -7.34 -0.137 -0.026 0.033
Si 5.347 -9.503 -3.71 -0.061 -0.058 0.133
Si 7.235 1.146 -6.336 -0.059 0.009 -0.045
Si -0.891 1.526 23.832 0.104 -0.039 -0.155
Si 9.45 -5.767 -6.628 -0.021 0.008 0.043
Si 12.247 0.796 -2.881 -0.065 -0.059 0.108
Si 11.409 3.617 -3.109 -0.115 -0.066 0.135
Si 13.989 -7.246 -5.071 -0.026 -0.017 0.061
Si 11.802 7.649 -0.25 -0.059 -0.371 0.537
Si 15.133 0.151 -3.037 0.047 0.039 0.137
Si 16.129 2.901 -3.542 0.028 -0.012 0.112
Si 9.875 5.097 -7.108 -0.023 -0.002 0.025
Si 13.273 -4.957 -3.228 0.087 -0.092 0.045
Si 20.162 0.555 -2.519 -0.019 0.115 0.142
Si 19.097 3.382 -2.774 0.011 0.024 0.165
Si 18.632 -7.587 -2.816 0.066 0.095 0.072
Si 18.535 -4.422 -3.042 0.03 -0.001 0.265
Si 23.243 -0.044 -2.227 0.154 0.035 0.61
Si 23.979 2.487 -4.034 -0.062 -0.102 0.166
Si 27.665 5.507 -5.101 0.151 -0.046 -0.035
Si 23.63 -3.05 -2.9 -0.099 0.126 0.269
Si 16.318 0.161 -0.261 0.675 0.026 0.381
Si 14.873 4.595 -1.362 -0.053 0.097 0.055
Si 15.814 -8.312 -2.777 0.001 -0.061 0.214
Si 14.587 -6.514 -0.777 0.173 0.302 0.582
Si 18.646 0.072 0.232 -0.458 -0.006 0.542
Si 19.576 3.896 0.136 -0.228 -0.037 0.731
Si 19.698 -7.65 0.142 -0.189 0.019 0.79
Si 19.452 -3.836 -0.076 -0.187 0.072 0.763
Si 23.743 0.073 0.052 0.05 0.06 -0.038
Si 22.732 4.011 0.179 0.148 -0.132 0.73
Si 22.826 -7.604 0.211 0.151 0.029 0.733
Si 22.634 -3.716 -0.001 0.153 0.032 0.763
Si 26.14 0.161 -0.164 -0.357 0.324 0.509
Si 27.199 3.877 -0.182 -0.296 -0.002 0.763
Si 24.916 -7.891 -2.232 -0.029 -0.05 0.081
Si 25.622 -5.253 -3.789 -0.113 -0.113 0.118
Si 15.462 2.411 1.635 -0.017 0.275 0.475
Si 15.484 4.872 1.501 -0.104 -0.132 0.668
Si 15.245 -5.33 1.226 -0.066 -0.567 0.131
Si 15.376 -2.209 1.496 0.012 0.102 0.677
Si 19.214 1.979 1.459 0.003 0.032 -0.039
Si 19.281 5.812 1.429 0.027 0.024 -0.074
Si 19.219 -5.704 1.346 0.043 -0.009 -0.081
Si 19.139 -1.929 1.334 0.06 -0.007 -0.046
Si 23.161 1.987 1.307 -0.037 0.046 -0.026
Si 23.039 5.864 1.539 -0.008 0.013 -0.01
Si 23.032 -5.606 1.384 -0.059 -0.027 -0.056
Si 23.091 -1.823 1.322 -0.044 -0.063 -0.005
Si 26.927 1.941 1.21 0.023 0.045 -0.08
Si 26.943 5.777 1.2 0.023 0.031 -0.074
Si 26.792 -5.351 1.493 0.132 -0.145 0.758
Si 26.875 -2.292 1.445 -0.003 0.239 0.748
Si 13.431 1.942 2.694 0.02 -0.017 0.037
Si 13.5 5.712 2.594 0.048 0.051 -0.013
Si 13.422 -5.673 2.704 -0.014 -0.014 -0.031
Si 13.429 -1.93 2.763 -0.013 -0.015 -0.043
Si 17.372 2.001 2.904 -0.015 -0.067 0.027
Si 17.327 5.707 2.732 -0.016 0.019 -0.013
Si 17.21 -5.763 2.573 -0.016 -0.003 0.013
Si 17.311 -1.988 2.796 -0.025 0.065 -0.001
Si 21.213 1.924 2.707 0.006 0.01 0
Si 21.133 5.817 2.877 -0.019 0.014 0.045
Si 21.116 -5.678 2.758 0.005 0.03 0.051
Si 21.123 -1.827 2.664 -0.024 -0.032 -0.012
Si 25.064 2.036 2.686 0 -0.061 -0.012
Si 25.071 5.819 2.683 -0.016 0.027 0.023
Si 24.9 -5.638 2.809 0.016 -0.01 0.023
Si 24.956 -1.945 2.767 -0.019 0.012 -0.034
Si 13.452 0.026 4.06 0.044 0.005 -0.02
Si 13.422 3.87 4.074 0.017 -0.002 -0.025
Si 13.486 -7.691 3.951 0 0.014 -0.017
Si 13.439 -3.816 4.152 0.004 -0.017 0.043
Si 17.316 -0.014 4.102 -0.001 -0.015 0.013
Si 17.395 3.903 4.231 -0.035 -0.011 0.017
Si 17.244 7.712 3.982 0.003 0.01 -0.024
Si 17.293 -3.914 4.095 -0.019 -0.039 -0.003
Si 21.154 0.036 4.095 -0.011 -0.007 0.011
Si 21.181 3.837 4.12 -0.003 0.031 -0.029
Si 21.13 7.783 4.137 -0.016 -0.007 -0.005
Si 21.134 -3.748 4.08 0.021 -0.009 -0.045
Si 25.017 0.055 4.021 0.022 0.006 -0.023
Si 25.045 3.911 4.081 0.011 0.038 -0.007
Si 25.006 7.744 4.046 0.003 -0.017 -0.013
Si 24.927 -3.787 4.211 0.027 0.014 0.007
Si 15.379 0.029 5.43 0.012 0.003 0.036
Si 15.377 3.891 5.433 -0.007 0.003 0.049
Si 15.363 7.736 5.386 0.006 0.002 0.042
Si 15.384 -3.824 5.466 -0.001 0.004 0.005
Si 19.234 0.023 5.465 -0.012 0.021 0
Si 19.301 3.871 5.544 0.028 -0.02 0.028
Si 19.166 7.75 5.414 -0.007 -0.005 0.015
Si 19.218 -3.826 5.45 0.013 0.01 0.01
Si 23.103 0.034 5.422 -0.008 -0.007 0.02
Si 23.113 3.882 5.443 -0.011 -0.01 0.052
Si 23.088 7.731 5.443 -0.006 0.013 0.003
Si 23.006 -3.789 5.514 -0.026 0.007 0.03
Si 11.538 0.066 5.425 -0.02 -0.02 0.008
Si 11.549 3.928 5.471 -0.004 -0.016 0.046
Si 11.571 -7.619 5.375 0.017 0.004 0.004
Si 11.514 -3.778 5.486 0.004 0.003 0.013
Si 15.398 1.944 12.263 -0.007 0.002 -0.014
Si 15.391 5.845 12.249 0.017 -0.01 -0.017
Si 15.38 -5.714 12.298 0.006 0.003 -0.027
Si 15.377 -1.876 12.307 -0.016 -0.004 -0.028
Si 19.239 1.984 12.287 -0.004 0.039 -0.01
Si 19.224 5.822 12.259 -0.012 -0.013 -0.032
Si 19.209 -5.722 12.291 0.018 -0.001 -0.015
Si 19.212 -1.882 12.28 0.012 -0.003 -0.019
Si 23.079 1.98 12.226 -0.027 0.006 -0.031
Si 23.084 5.787 12.242 0.006 0 -0.016
Si 23.056 -5.772 12.216 0.016 0.023 -0.025
Si 23.065 -1.878 12.211 -0.006 -0.009 -0.025
Si 11.609 1.985 12.204 0.013 0.01 -0.015
Si 11.586 5.853 12.176 0 0.013 -0.029
Si 11.574 -5.728 12.227 -0.015 0.016 -0.012
Si 11.577 -1.841 12.211 0.023 -0.027 -0.019
Si 13.486 1.915 13.638 0.017 -0.006 0.036
Si 13.467 5.877 13.596 -0.016 -0.009 0.031
Si 13.453 -5.71 13.666 -0.041 -0.003 0.016
Si 13.439 -1.877 13.666 0.005 -0.018 0.005
Si 17.305 1.974 13.646 0.011 -0.026 0.001
Si 17.302 5.845 13.627 -0.002 0.015 -0.001
Si 17.29 -5.726 13.684 -0.051 0.029 0.024
Si 17.3 -1.893 13.679 -0.011 0.022 0.039
Si 21.18 1.983 13.639 -0.007 -0.014 0.031
Si 21.153 5.833 13.604 -0.017 0 0.051
Si 21.156 -5.751 13.62 -0.011 -0.028 0.015
Si 21.158 -1.849 13.604 -0.001 0.025 0.003
Si 25.049 2.03 13.505 0.014 0.023 0.001
Si 25.041 5.769 13.559 -0.002 0.005 -0.003
Si 24.994 -5.798 13.525 -0.005 0.009 0.02
Si 25.003 -1.842 13.523 -0.005 -0.031 0.014
Si 13.467 0.002 15.089 -0.015 0.02 0.019
Si 13.494 3.909 14.867 -0.004 -0.033 -0.067
Si 13.473 -7.625 15.044 0.022 0.014 0.047
Si 13.356 -3.79 15.053 -0.034 0.008 -0.022
Si 17.342 0.05 15.027 0.009 0.037 -0.002
Si 17.259 3.927 14.97 -0.04 -0.003 -0.01
Si 17.306 -7.656 15.055 0.024 -0.013 -0.006
Si 17.215 -3.813 15.073 -0.019 -0.036 0.004
Si 21.155 0.057 15.023 0.006 0.032 -0.029
Si 21.195 3.934 14.973 0.016 -0.031 0.029
Si 21.1 -7.663 15.024 -0.018 0.023 -0.037
Si 21.175 -3.789 14.911 0.014 -0.023 -0.033
Si 25.016 0.142 14.827 -0.038 -0.027 0.009
Si 25.107 3.885 14.96 0.032 0.002 -0.011
Si 24.955 -7.716 14.907 0.003 0.049 0.004
Si 24.997 -3.822 14.769 -0.022 0.013 -0.031
Si 15.449 0.019 16.418 0.02 0.017 0.005
Si 15.303 3.972 16.321 -0.014 0.011 0.031
Si 15.421 -7.661 16.473 -0.02 0.049 0.05
Si 15.227 -3.814 16.466 0.014 -0.006 0.056
Si 19.241 0.061 16.458 0.045 -0.031 0.02
Si 19.201 3.9 16.257 0.007 0.009 -0.011
Si 19.209 -7.672 16.475 0.02 -0.019 0.03
Si 19.267 -3.823 16.253 0.02 0.028 0.038
Si 23.146 0.16 16.275 -0.021 -0.042 -0.023
Si 23.185 3.99 16.289 -0.051 0.058 0.06
Si 23.053 -7.658 16.325 0.046 -0.008 0.002
Si 23.149 -3.747 16.181 0.014 0.014 0.027
Si 11.456 0.038 16.384 0.036 -0.018 0.039
Si 11.664 3.9 16.28 0.023 0.027 0.058
Si 11.371 -7.647 16.125 -0.034 0.086 0.046
Si 11.344 -3.755 16.324 0.038 0.008 0.114
Si 15.317 2.042 17.637 -0.017 -0.046 0.007
Si 15.325 5.79 17.884 -0.001 -0.069 -0.016
Si 15.41 -5.727 17.862 0.042 -0.005 -0.057
Si 15.547 -1.906 17.822 0.027 0.085 0.029
Si 19.149 2.076 17.737 -0.072 -0.035 0.045
Si 19.162 5.698 17.763 -0.001 0.008 0.054
Si 19.353 -5.66 17.721 0.047 -0.046 0.092
Si 19.36 -1.975 17.687 -0.483 0.147 -0.244
Si 22.958 2.12 17.643 0.067 0.007 0.047
Si 23.016 5.849 17.773 -0.396 -0.044 -0.401
Si 23.539 -5.665 17.484 0.27 -0.025 -0.41
Si 23.758 -1.818 17.399 0.042 -0.016 -0.024
Si 11.531 1.983 17.711 -0.003 0.014 0.017
Si 11.578 5.897 17.547 0.03 -0.015 -0.043
Si 10.592 -5.763 17.306 -0.237 0.15 -0.772
Si 10.786 -1.862 17.684 -0.024 0.012 0.009
Si 13.459 1.687 19.056 0.06 0.225 -0.787
Si 13.338 6.49 19.042 -0.018 0.004 -0.029
Si 14.084 -6.649 19.65 -0.041 -0.12 -0.729
Si 14.34 -1.322 19.77 0.42 -0.138 -0.583
Si 17.162 2.57 18.946 0.173 0.28 -0.496
Si 18.024 -9.187 21.893 -0.056 -0.135 -0.229
Si 17.435 -5.076 18.965 -0.092 0.264 -0.588
Si 17.508 -2.612 18.988 0.013 -0.101 -0.13
Si 21.067 2.743 18.922 -0.008 -0.022 -0.008
Si 21.114 5.193 19.022 0.021 0.055 -0.055
Si 21.073 -5.741 19.353 -0.232 0.184 -0.62
Si 22.237 -1.623 19.122 0.403 -0.024 -0.392
Si 9.605 2.628 18.915 0.037 0.341 -0.579
Si 9.914 5.081 19.007 -0.262 -0.165 -0.474
Si 11.425 -5.394 20.2 0.18 0.153 0.04
Si 11.466 -2.305 19.935 -0.176 0.194 -0.657
Si 21.242 -3.274 21.261 0.025 -0.127 -0.14
Si 9.097 -8.793 24.214 0.036 0.042 0.089
Si 21.91 -4.64 23.94 -0.027 -0.042 -0.07
Si 17.258 5.023 19.059 -0.002 -0.187 -0.712
Si 16.97 -1.941 21.162 -0.075 -0.058 -0.594
Si 8.48 3.677 23.881 -0.097 -0.135 -0.008
Si 21.288 1.041 20.477 -0.077 0.404 -0.436
Si 16.766 -4.122 23.375 0.097 -0.005 -0.042
Si 21.724 3.146 -8.358 0.005 -0.065 -0.09
Si 16.529 -6.514 21.568 0.069 0.137 -0.246
Si 13.666 3.34 21.756 0.107 -0.073 -0.073
Si 16.375 2.287 21.865 -0.108 -0.013 -0.094
Si 24.426 -3.668 -8.823 0.022 -0.029 -0.029
Si 23.711 1.351 22.046 0.002 0.006 -0.175
Si 12.115 -9.506 20.989 0.194 0.108 -0.618
Si 9.228 -2.938 24.631 0.069 0.044 -0.132
Si 24.715 -0.891 -7.362 0.081 -0.006 -0.012
Si 15.692 -8.247 -7.286 -0.15 0.009 0.057
Si 14.422 -3.66 25.098 -0.062 -0.009 -0.006
Si 22.723 -7.348 -7.631 0.204 -0.028 0.115
Si 17.6 -5.967 -6.956 0.019 0.01 -0.105
Si 11.774 -4.899 24.665 -0.077 -0.019 -0.11
Si 22.03 -7.713 23.425 0.098 0.007 -0.116
Si 27.258 -0.851 -5.652 -0.037 0.074 0.077
Si 10.996 -7.068 22.524 0.117 -0.062 -0.08
Si 20.903 -0.032 24.735 -0.081 -0.041 -0.086
Si 15.091 4.353 -6.088 -0.089 -0.049 -0.006
Si 22.249 5.306 -6.496 0.027 -0.05 0.079
Si 14.228 -2.434 -4.509 -0.021 0.139 0.089
Si 18.277 3.783 23.711 -0.123 -0.034 -0.035
Si 16.794 -3.633 -5.359 0.148 0.137 0.064
Si 12.169 -0.151 24.907 0.038 0.077 0.009
Si 20.502 -5.269 -7.145 -0.032 0.161 0.185
Si 25.205 -7.663 -8.804 0.071 0.085 0.065
Si 20.996 3.073 24.872 -0.032 0.003 0.041
Si 28.711 -0.201 -8.206 -0.04 -0.045 0.019
Si 21.039 -3.408 -4.718 -0.075 0.064 0.073
Si 19.484 -0.805 21.971 0.126 0.023 -0.001
Si 23.266 5.035 -2.6 0.041 0.035 0.065
Si 15.245 2.415 -8.503 0.031 -0.062 0.051
Si 20.969 6.758 20.796 0.181 -0.393 -0.496
Si 10.369 -1.01 22.602 -0.031 -0.087 -0.218
Si 20.092 -0.427 -5.227 0.122 -0.022 0.095
Si 18.282 -1.449 -7.228 -0.123 -0.097 0.078
Si 20.731 -9.547 -3.759 -0.035 -0.087 0.122
Si 22.595 1.002 -6.387 -0.033 0.038 -0.011
Si 14.447 1.534 23.883 0.063 -0.024 -0.166
Si 24.918 -5.856 -6.721 -0.012 -0.014 0.02
Si 27.548 0.667 -2.888 -0.089 -0.049 0.106
Si 26.739 3.47 -3.085 -0.131 -0.042 0.08
Si 29.315 -7.377 -4.944 -0.011 0.016 0.06
Si 27.202 7.625 -0.255 -0.016 -0.424 0.435
Si 30.403 0.096 -3.087 0.02 0.031 0.152
Si 31.427 2.918 -3.371 0 0.023 0.132
Si 25.256 5.067 -7.095 -0.047 0.029 0.004
Si 28.655 -4.94 -3.255 0.052 -0.104 0.013
Si -26.214 0.344 -2.211 -0.45 -0.064 0.59
Si -27.127 3.252 -2.754 -0.019 0.05 0.156
Si -27.583 -7.708 -2.867 0.086 0.092 0.052
Si -27.643 -4.568 -3.148 -0.048 0.003 0.226
Si -23.073 -0.129 -2.109 0.248 0.025 0.593
Si -22.311 2.404 -3.962 -0.04 -0.079 0.167
Si -18.596 5.42 -5.153 0.118 -0.068 -0.01
Si -22.551 -3.114 -2.894 -0.125 0.156 0.249
Si 31.743 -0.164 -0.396 0.625 0.1 0.226
Si 30.267 4.481 -0.997 0.272 0.097 0.612
Si 31.146 -8.35 -2.552 0.079 0.049 0.174
Si 29.965 -6.358 -0.734 0.166 0.309 0.565
Si 34.126 -0.043 -0.14 -0.042 -0.035 -0.096
Si 34.979 3.814 0.089 -0.22 -0.065 0.71
Si 35.081 -7.728 0.099 -0.256 -0.028 0.803
Si 34.83 -3.953 -0.181 -0.194 0.055 0.718
Si 39.19 -0.013 0.087 0.022 0.063 -0.045
Si 38.128 3.943 0.133 0.162 -0.151 0.728
Si 38.202 -7.671 0.21 0.159 0.015 0.781
Si 38.004 -3.809 -0.029 0.124 0.036 0.779
Si -19.98 0.099 -0.188 -0.296 0.335 0.516
Si -18.889 3.871 -0.186 -0.184 -0.102 0.78
Si -21.325 -7.917 -2.278 -0.043 -0.034 0.074
Si -20.603 -5.273 -3.827 -0.178 -0.089 0.167
Si 30.852 2.187 1.524 -0.03 0.375 0.434
Si 30.835 4.684 1.27 -0.061 -0.078 0.056
Si 30.643 -5.101 1.217 0.014 0.03 0.021
Si 30.804 -2.544 1.409 -0.06 -0.406 0.434
Si 34.599 1.815 1.278 0.014 0.072 -0.045
Si 34.685 5.724 1.373 0.009 0.045 -0.04
Si 34.588 -5.782 1.293 0.033 -0.022 -0.067
Si 34.553 -1.992 1.149 -0.007 -0.033 -0.035
Si 38.578 1.923 1.272 -0.044 0.043 -0.012
Si 38.431 5.783 1.513 0 0.023 0.005
Si 38.414 -5.678 1.371 -0.049 -0.024 -0.039
Si 38.473 -1.915 1.299 -0.048 -0.062 -0.006
Si -19.16 1.894 1.171 0.031 0.025 -0.081
Si -19.2 5.73 1.217 0.004 0.032 -0.072
Si -19.271 -5.434 1.445 0.009 -0.157 0.763
Si -19.27 -2.352 1.433 -0.014 0.248 0.729
Si 28.818 1.831 2.644 0.028 -0.002 0.062
Si 28.917 5.567 2.509 0.011 0.073 0.026
Si 28.83 -5.71 2.65 -0.006 -0.042 -0.052
Si 28.861 -2.045 2.675 -0.015 -0.028 -0.016
Si 32.782 1.863 2.777 0.005 -0.025 0.047
Si 32.665 5.578 2.546 -0.002 0.049 0.023
Si 32.573 -5.802 2.51 -0.066 0.002 0.017
Si 32.735 -2.114 2.677 0.002 0.039 0.044
Si 36.58 1.825 2.6 0.015 0.002 0.002
Si 36.518 5.738 2.838 -0.004 0.007 0.02
Si 36.482 -5.755 2.717 0.01 0.017 0.035
Si 36.482 -1.905 2.581 -0.017 -0.034 0.013
Si -21.056 1.979 2.636 0.015 -0.057 -0.019
Si -21.087 5.743 2.665 -0.031 0.032 0.024
Si -21.211 -5.729 2.725 0.043 -0.004 0.007
Si -21.204 -2.033 2.727 -0.005 0.018 -0.025
Si 28.846 -0.09 3.996 0.041 0.016 -0.007
Si 28.804 3.76 4.022 0.018 0.018 -0.028
Si 28.889 7.606 3.853 0.022 -0.014 -0.071
Si 28.812 -3.89 4.129 0.007 -0.001 0.012
Si 32.698 -0.135 4.003 -0.056 -0.016 -0.031
Si 32.76 3.791 4.089 -0.038 0.012 -0.024
Si 32.581 7.601 3.847 0.01 -0.011 -0.073
Si 32.713 -3.996 4.053 -0.012 -0.024 -0.024
Si 36.527 -0.046 4.018 0.005 -0.001 0.014
Si 36.547 3.733 4.038 -0.003 0.039 -0.016
Si 36.509 7.703 4.088 -0.015 0 0.006
Si 36.506 -3.82 4.019 0.025 -0.009 -0.031
Si -21.13 -0.014 3.969 0.032 0 -0.034
Si -21.098 3.833 4.053 0.017 0.038 -0.005
Si -21.137 7.677 4.009 0.001 -0.016 -0.009
Si -21.2 -3.884 4.157 0.025 0.005 0.005
Si 30.771 -0.075 5.362 0.006 -0.001 0.05
Si 30.767 3.781 5.355 -0.001 0.008 0
Si 30.741 7.635 5.312 0.006 0.003 0.046
Si 30.778 -3.907 5.411 -0.01 0.01 -0.011
Si 34.603 -0.078 5.385 0.015 0.01 0.001
Si 34.653 3.775 5.44 0.015 -0.019 0.021
Si 34.513 7.644 5.31 -0.008 -0.007 0.002
Si 34.614 -3.918 5.414 0.017 0.004 0.021
Si -23.064 -0.046 5.346 -0.007 -0.009 0.01
Si -23.06 3.786 5.369 -0.009 -0.014 0.037
Si -23.072 7.655 5.385 0 0.006 -0.001
Si -23.147 -3.876 5.433 -0.018 0.011 0.022
Si 26.936 -0.024 5.393 -0.023 -0.017 0.019
Si 26.945 3.843 5.444 -0.001 -0.046 0.043
Si 26.98 7.687 5.323 0.012 -0.02 0.002
Si 26.9 -3.847 5.484 -0.003 0.013 0.019
Si 30.8 1.855 12.21 -0.003 -0.008 -0.01
Si 30.758 5.747 12.245 0.003 -0.005 -0.012
Si 30.775 -5.826 12.271 0.004 0.002 -0.018
Si 30.786 -2.01 12.236 0.004 -0.009 -0.031
Si 34.614 1.876 12.201 -0.002 0.023 -0.013
Si 34.617 5.699 12.187 -0.013 -0.008 -0.025
Si 34.613 -5.865 12.195 0.025 0.004 -0.017
Si 34.599 -1.999 12.181 0.003 -0.006 -0.021
Si -23.102 1.879 12.143 -0.021 0.001 -0.026
Si -23.099 5.689 12.171 -0.003 -0.008 -0.013
Si -23.12 -5.873 12.138 0.01 0.04 -0.024
Si -23.114 -1.982 12.132 -0.009 -0.012 -0.027
Si 26.991 1.927 12.199 0.015 0.004 -0.027
Si 26.966 5.779 12.216 -0.004 0.014 -0.037
Si 26.952 -5.811 12.228 0.007 0.005 -0.029
Si 26.95 -1.915 12.207 0.012 -0.004 -0.013
Si 28.903 1.845 13.59 0.006 0.006 0.044
Si 28.842 5.794 13.646 0.001 -0.016 0.03
Si 28.845 -5.828 13.651 -0.009 -0.006 0.034
Si 28.859 -2.025 13.592 -0.009 -0.002 -0.009
Si 32.706 1.838 13.594 0.032 -0.01 0.012
Si 32.707 5.705 13.563 0.005 0.005 0.001
Si 32.728 -5.855 13.609 -0.033 0.007 0.024
Si 32.715 -2.014 13.602 -0.014 0.018 0.018
Si 36.55 1.862 13.542 0.002 -0.012 0.024
Si 36.538 5.705 13.55 -0.014 -0.009 0.049
Si 36.542 -5.914 13.547 -0.014 -0.013 0.016
Si 36.528 -1.99 13.51 0.007 0.012 0.009
Si -21.14 1.936 13.426 -0.011 0.028 -0.011
Si -21.145 5.687 13.483 -0.002 0.012 0.003
Si -21.184 -5.89 13.44 0.007 -0.018 0.014
Si -21.18 -1.949 13.447 0.012 -0.009 -0.003
Si 28.966 -0.121 14.936 0.026 0.027 -0.004
Si 28.88 3.802 14.9 -0.013 -0.001 -0.054
Si 28.853 -7.692 15.114 -0.01 -0.002 0.049
Si 28.749 -3.915 15.024 -0.028 0.008 -0.022
Si 32.776 -0.095 14.979 0.008 0.003 -0.014
Si 32.661 3.786 14.914 -0.015 0.003 -0.002
Si 32.753 -7.794 14.967 0.039 0.003 -0.017
Si 32.706 -3.937 14.981 0.013 -0.017 -0.01
Si 36.501 -0.077 14.892 -0.009 0.042 -0.026
Si 36.592 3.787 14.895 0.025 -0.007 0.013
Si 36.536 -7.812 14.992 -0.015 0.028 -0.043
Si 36.535 -3.947 14.803 -0.007 -0.014 -0.033
Si -21.184 0.034 14.727 -0.026 -0.051 -0.018
Si -21.08 3.796 14.86 0.035 -0.001 -0.007
Si -21.229 -7.798 14.823 0 0.046 -0.008
Si -21.178 -3.933 14.688 -0.035 0.034 -0.05
Si 30.886 -0.119 16.364 -0.04 0.011 0.017
Si 30.736 3.839 16.31 -0.001 0.013 0.041
Si 30.908 -7.791 16.405 -0.041 0.025 0.049
Si 30.719 -3.967 16.297 0.004 0.001 0.057
Si 34.68 -0.142 16.409 0.011 -0.039 0.029
Si 34.618 3.719 16.178 -0.028 -0.034 0.003
Si 34.638 -7.833 16.409 -0.02 -0.006 0.036
Si 34.719 -3.943 16.253 0.033 0.013 0.028
Si 38.482 -0.009 16.102 0.05 -0.049 -0.058
Si 38.581 3.841 16.211 -0.023 -0.025 0
Si 38.488 -7.834 16.321 0.047 0.021 0.026
Si 38.498 -3.946 16.041 0.032 -0.027 0.011
Si 26.96 -0.054 16.121 0.02 -0.015 0.019
Si 27.053 3.794 16.344 0.035 -0.042 0.093
Si 26.784 -7.64 16.375 -0.001 0.033 0.059
Si 26.731 -3.883 16.333 0.031 -0.028 0.096
Si 30.829 1.897 17.617 -0.006 -0.042 0.01
Si 30.878 5.675 17.846 0.032 -0.09 -0.031
Si 30.943 -5.83 17.724 0.027 -0.002 -0.023
Si 31.039 -2.116 17.679 0.473 0.102 -0.411
Si 34.636 1.876 17.653 -0.002 0.006 0.049
Si 34.672 5.518 17.667 0.012 0.056 0.064
Si 34.757 -5.824 17.663 0.004 -0.048 0.096
Si 34.96 -2.129 17.737 0.037 0.088 -0.017
Si 38.466 1.893 17.491 0.017 0.018 0.083
Si 38.63 5.652 17.777 -0.008 0.043 0.056
Si 38.907 -5.804 17.434 0.265 -0.034 -0.414
Si 38.955 -1.999 17.227 0.042 -0.007 -0.029
Si 27.166 1.728 17.598 0.469 0.195 -0.35
Si 27.094 5.794 17.624 -0.03 -0.056 -0.046
Si 25.986 -5.738 17.649 -0.05 -0.024 -0.049
Si 26.182 -1.86 17.426 -0.293 -0.121 -0.63
Si 28.993 1.634 19.079 0.097 0.074 -0.731
Si 28.925 6.423 18.988 0.1 0.041 -0.04
Si 29.527 -6.666 19.411 0.052 -0.305 -0.745
Si 29.551 -1.321 20.19 -0.01 0.048 -0.201
Si 32.691 2.408 18.902 0.18 0.294 -0.475
Si -28.189 -9.244 21.899 0.014 -0.165 -0.223
Si 32.884 -5.197 18.956 -0.002 0.257 -0.575
Si 32.981 -2.723 18.963 0.034 -0.082 -0.136
Si 36.598 2.487 18.791 -0.051 -0.046 0.009
Si 36.645 4.883 18.83 -0.019 -0.161 -0.686
Si 36.446 -5.923 19.297 -0.237 0.173 -0.583
Si 37.219 -1.891 18.761 -0.178 -0.195 -0.631
Si 24.681 2.238 19.202 -0.595 0.139 -0.47
Si 25.556 5.322 19.298 0.397 0.151 -0.488
Si 26.715 -5.429 19.858 -0.288 -0.047 -0.676
Si 26.833 -2.343 20.424 0.092 -0.129 -0.089
Si -25.006 -3.471 21.146 -0.006 -0.139 -0.113
Si 24.69 -8.824 24.171 0.027 0.053 0.025
Si -24.249 -4.548 23.924 -0.118 0.033 -0.079
Si 32.815 4.864 19.013 -0.059 -0.2 -0.767
Si 32.394 -2.017 21.137 0.026 -0.137 -0.571
Si 23.915 3.673 24.123 -0.114 -0.091 -0.048
Si 36.768 0.785 20.363 -0.069 0.645 -0.449
Si 32.087 -4.18 23.344 0.018 0.007 -0.058
Si -24.469 2.989 -8.385 0.019 -0.089 -0.147
Si 31.834 -6.592 21.526 0.134 0.135 -0.294
Si 29.197 3.366 21.661 0.046 -0.086 -0.11
Si 31.84 2.138 21.799 -0.139 -0.04 -0.082
Si -21.785 -3.641 -8.867 0.052 -0.043 -0.065
Si -22.089 1.202 21.698 0.059 -0.016 -0.248
Si 27.876 -9.348 21.065 0.165 0.06 -0.614
Si 24.487 -3.268 24.902 0.021 0.017 -0.051
Si -21.417 -0.935 -7.299 0.068 0.029 0.045
Si 31.081 -8.376 -7.193 -0.147 -0.065 0.039
Si 29.73 -3.615 25.107 -0.057 0.016 -0.054
Si -23.569 -7.398 -7.69 0.121 -0.024 0.132
Si -28.568 -6.111 -7.071 0.02 0.062 -0.104
Si 27.098 -5.005 24.659 -0.065 -0.032 -0.033
Si -24.146 -7.66 23.576 0.04 0.017 -0.051
Si -18.829 -0.801 -5.653 -0.051 0.043 0.048
Si 26.555 -7.045 22.338 0.101 -0.03 -0.058
Si -25.304 -0.17 24.736 -0.055 -0.008 -0.073
Si 30.419 4.283 -5.914 -0.062 -0.049 0.014
Si -23.966 5.203 -6.571 0.028 -0.055 0.081
Si 29.569 -2.441 -4.643 -0.033 0.107 0.117
Si -27.894 3.664 23.679 -0.196 -0.011 -0.056
Si 32.171 -3.669 -5.524 0.168 0.14 0.115
Si 27.407 -0.016 24.948 0.078 0.056 -0.021
Si -25.704 -5.313 -7.177 -0.037 0.102 0.194
Si -21.048 -7.731 -8.794 0.038 0.058 0.083
Si -25.153 2.946 24.757 -0.022 -0.022 0.06
Si -17.431 -0.237 -8.282 -0.06 -0.075 0.056
Si -25.098 -3.567 -4.722 -0.092 0.108 0.042
Si -26.637 -0.954 21.996 0.13 0.02 -0.046
Si -22.968 5.018 -2.633 0.024 0.018 0.095
Si 30.616 2.362 -8.218 -0.005 -0.048 0.011
Si -25.264 -8.562 21.016 -0.061 -0.047 -0.121
Si 25.313 -1.167 22.842 0.065 0.049 -0.048
Si -26.085 -0.577 -5.066 0.057 -0.001 0.141
Si -27.876 -1.389 -7.242 -0.1 -0.053 0.04
Si -25.493 5.672 -3.821 -0.099 -0.063 0.137
Si -23.607 0.897 -6.291 -0.122 0.015 -0.045
Si 29.805 1.454 23.768 0.067 -0.017 -0.174
Si -21.39 -5.897 -6.751 -0.045 -0.014 0.02
Si -18.681 0.681 -2.937 -0.081 -0.02 0.115
Si -19.507 3.433 -3.037 -0.112 -0.044 0.086
Si -16.839 -7.525 -5.214 -0.068 0.068 0.057
Si -18.944 7.464 -0.363 -0.077 -0.374 0.572
Si -15.757 0.042 -2.922 0.047 0.039 0.085
Si -14.791 2.75 -3.56 -0.037 -0.032 0.11
Si -20.939 4.967 -7.198 -0.055 -0.042 0.013
Si -17.51 -5.143 -3.355 0.072 -0.104 -0.045
Si -10.753 0.412 -2.441 -0.134 0.077 0.09
Si -11.776 3.228 -2.923 -0.024 0.09 0.245
Si -12.051 -7.826 -2.868 0.05 0.066 0.089
Si -12.253 -4.654 -3.144 0.011 -0.072 0.322
Si -7.907 -0.384 -1.969 0.464 0.051 0.699
Si -7.479 4.197 -2.76 -0.019 0.033 0.167
Si -3.137 5.538 -5.27 0.146 0.028 0.006
Si -7.432 -3.377 -2.793 -0.012 0.134 0.188
Si -14.652 0.251 -0.003 0.395 0.457 0.463
Si -15.927 4.479 -1.415 -0.059 0.087 0.101
Si -14.896 -8.577 -3.112 0.056 -0.11 0.177
Si -16.237 -6.829 -1.12 -0.125 -0.097 0.056
Si -12.283 -0.024 0.18 -0.079 -0.025 0.627
Si -11.193 3.729 0.05 -0.267 -0.019 0.725
Si -11.135 -7.811 0.097 -0.184 0.012 0.79
Si -11.349 -4.029 -0.154 -0.237 0.107 0.727
Si -7.181 -0.166 0.199 -0.745 0.002 -0.051
Si -8.019 3.711 0.14 0.192 0.042 0.762
Si -7.982 -7.774 0.01 0.268 -0.005 0.793
Si -8.17 -3.994 0.034 0.137 0.057 0.757
Si -4.108 -0.466 -0.373 0.159 -0.035 0.073
Si -3.411 4.612 -0.285 -0.01 0.402 0.577
Si -5.727 -7.212 -2.002 -0.154 -0.105 0.079
Si -5.257 -4.824 -3.886 -0.023 -0.071 0.096
Si -15.288 2.164 1.447 0.019 0.036 0.007
Si -15.262 4.689 1.421 -0.089 -0.129 0.627
Si -15.424 -5.337 1.489 -0.001 -0.099 0.748
Si -15.426 -2.267 1.612 0.051 0.115 0.699
Si -11.558 1.837 1.41 -0.021 -0.014 -0.101
Si -11.48 5.643 1.371 0.034 0.019 -0.077
Si -11.542 -5.854 1.334 0.068 -0.001 -0.08
Si -11.675 -2.062 1.221 0.033 -0.01 -0.031
Si -7.651 1.793 1.411 -0.002 0.016 -0.057
Si -7.664 5.695 1.348 -0.012 -0.008 -0.041
Si -7.697 -5.857 1.367 0.012 -0.061 -0.066
Si -7.765 -2.092 1.386 -0.075 -0.042 -0.026
Si -3.584 1.885 1.375 -0.196 -0.145 0.752
Si -3.752 6.177 1.392 0.028 0.027 -0.004
Si -3.727 -5.194 1.628 -0.056 0.046 0.005
Si -3.81 -2.715 1.49 -0.071 -0.203 0.463
Si -17.287 1.783 2.637 0.01 0.015 0.019
Si -17.235 5.565 2.555 0.039 0.041 -0.032
Si -17.34 -5.776 2.764 -0.021 -0.033 -0.017
Si -17.39 -2.067 2.821 -0.014 -0.018 -0.038
Si -13.421 1.881 2.842 -0.011 -0.073 -0.015
Si -13.433 5.563 2.682 -0.01 0.012 -0.024
Si -13.46 -5.833 2.698 -0.012 -0.008 -0.005
Si -13.429 -2.08 2.801 -0.014 0.031 -0.021
Si -9.603 1.791 2.738 0.027 0.003 0.058
Si -9.57 5.68 2.759 -0.011 0.018 0.044
Si -9.624 -5.843 2.739 -0.029 0.027 0.058
Si -9.733 -1.993 2.663 -0.014 -0.026 -0.007
Si -5.637 1.851 2.649 0.044 -0.038 -0.01
Si -5.705 5.764 2.67 -0.034 -0.009 0.011
Si -5.75 -5.756 2.743 0.016 0.018 0.045
Si -5.789 -2.129 2.711 0.088 0.079 -0.051
Si -17.32 -0.089 4.06 0.027 -0.01 0.001
Si -17.328 3.718 4.023 0 -0.029 0.007
Si -17.256 7.554 3.937 0.007 0.003 -0.013
Si -17.353 -3.94 4.211 0.02 0 0.055
Si -13.431 -0.106 4.091 0.014 -0.018 0.029
Si -13.366 3.772 4.19 -0.069 -0.003 0.026
Si -13.499 7.569 3.981 -0.032 0.001 -0.017
Si -13.418 -3.978 4.157 -0.041 -0.003 0.003
Si -9.635 -0.111 4.095 -0.017 -0.017 0.001
Si -9.573 3.741 4.089 -0.019 0.029 -0.028
Si -9.618 7.621 4.098 -0.007 -0.011 -0.008
Si -9.651 -3.9 4.076 0.016 -0.017 -0.048
Si -5.721 -0.101 4.004 0.01 0.018 -0.019
Si -5.688 3.802 4.022 0.011 -0.012 -0.033
Si -5.749 7.67 4.059 -0.011 -0.006 0.01
Si -5.825 -3.917 4.201 0.034 -0.049 -0.014
Si -15.381 -0.092 5.412 0.009 0.006 0.045
Si -15.382 3.763 5.401 -0.014 0.007 0.018
Si -15.388 7.604 5.378 0.01 0 0.031
Si -15.371 -3.934 5.473 -0.014 -0.003 0.013
Si -11.534 -0.081 5.48 -0.02 -0.001 0.002
Si -11.46 3.773 5.513 0.038 -0.026 0.028
Si -11.575 7.603 5.402 0.011 -0.001 0.004
Si -11.518 -3.934 5.503 0.021 0.004 0.017
Si -7.658 -0.077 5.395 0.025 -0.003 0.012
Si -7.627 3.792 5.403 -0.005 -0.01 0.023
Si -7.676 7.662 5.44 -0.008 -0.008 0.01
Si -7.755 -3.88 5.497 -0.056 -0.001 0.036
Si -19.247 -0.054 5.402 -0.013 -0.028 0.009
Si -19.204 3.783 5.429 0.001 -0.008 0.042
Si -19.189 7.621 5.342 0.009 0.006 -0.017
Si -19.279 -3.914 5.51 0.004 -0.003 0.014
Si -15.389 1.836 12.231 0.001 0.003 -0.012
Si -15.417 5.731 12.249 0.012 0.001 -0.006
Si -15.409 -5.834 12.271 0.001 -0.003 -0.027
Si -15.408 -2.003 12.274 -0.008 -0.011 -0.028
Si -11.537 1.887 12.283 -0.01 0.026 -0.013
Si -11.549 5.717 12.243 -0.006 -0.01 -0.03
Si -11.561 -5.813 12.274 0.017 0.006 -0.015
Si -11.565 -1.971 12.269 0.011 -0.003 -0.019
Si -7.699 1.908 12.266 -0.015 -0.002 -0.025
Si -7.702 5.738 12.261 -0.008 -0.012 -0.014
Si -7.718 -5.817 12.255 0.001 0.007 -0.022
Si -7.71 -1.924 12.241 -0.003 -0.015 -0.032
Si -19.187 1.863 12.155 0.006 0 -0.022
Si -19.214 5.724 12.166 0.002 0.01 -0.036
Si -19.215 -5.871 12.18 0.008 0.007 -0.018
Si -19.224 -1.978 12.168 0.016 -0.016 -0.015
Si -17.307 1.801 13.588 0.01 0.008 0.03
Si -17.351 5.765 13.608 -0.008 0.001 0.028
Si -17.343 -5.837 13.632 -0.027 0.011 0.017
Si -17.358 -2.021 13.617 -0.029 -0.016 -0.017
Si -13.487 1.86 13.62 0.014 -0.022 -0.003
Si -13.481 5.721 13.59 -0.002 0.008 -0.005
Si -13.49 -5.829 13.644 -0.054 0.022 0.018
Si -13.488 -1.993 13.65 -0.006 0.026 0.036
Si -9.606 1.903 13.654 0.019 -0.004 0.035
Si -9.633 5.758 13.61 -0.015 0.002 0.049
Si -9.628 -5.818 13.629 0.002 -0.023 0.022
Si -9.627 -1.923 13.607 -0.006 0.02 -0.002
Si -5.735 1.966 13.562 -0.003 0.031 -0.005
Si -5.75 5.753 13.578 -0.001 -0.011 -0.005
Si -5.783 -5.816 13.58 0.011 0.004 0.038
Si -5.775 -1.869 13.569 -0.018 -0.014 0.024
Si -17.32 -0.127 15.001 -0.001 0.019 0.024
Si -17.323 3.776 14.854 -0.016 -0.013 -0.049
Si -17.338 -7.717 15.058 0.002 -0.006 0.057
Si -17.463 -3.924 15.023 -0.022 -0.012 -0.023
Si -13.465 -0.057 15.009 0.006 0.027 -0.006
Si -13.536 3.807 14.941 -0.031 0.004 -0.014
Si -13.454 -7.772 14.988 0.04 -0.007 -0.012
Si -13.57 -3.915 15.029 -0.012 -0.036 0.003
Si -9.63 -0.029 15.027 -0.011 0.026 -0.023
Si -9.59 3.859 14.977 0.015 -0.021 0.036
Si -9.679 -7.734 15.021 -0.022 0.017 -0.035
Si -9.594 -3.856 14.92 0.016 -0.011 -0.033
Si -5.742 0.081 14.915 0.003 -0.032 0.005
Si -5.705 3.856 14.95 0.034 -0.01 -0.014
Si -5.82 -7.747 14.943 0.005 0.011 0.023
Si -5.767 -3.837 14.825 -0.002 0.004 -0.001
Si -15.371 -0.111 16.393 0.01 0.014 0.021
Si -15.496 3.826 16.281 0.001 0.017 0.032
Si -15.327 -7.793 16.385 -0.037 0.026 0.06
Si -15.566 -3.925 16.401 0.014 -0.017 0.068
Si -11.556 -0.032 16.43 0.039 -0.03 0.02
Si -11.593 3.804 16.229 0.002 0.004 -0.005
Si -11.58 -7.771 16.444 0.016 -0.021 0.04
Si -11.523 -3.917 16.223 0.012 0.029 0.04
Si -7.637 0.083 16.286 0.001 -0.066 -0.015
Si -7.6 3.955 16.298 -0.048 0.066 0.048
Si -7.735 -7.697 16.334 0.039 -0.009 0.004
Si -7.623 -3.799 16.213 0.002 -0.001 0.019
Si -19.369 -0.079 16.186 -0.007 -0.034 0.044
Si -19.164 3.734 16.264 0.009 -0.019 0.059
Si -19.406 -7.689 16.267 0.008 0.019 0.06
Si -19.491 -3.937 16.297 0.024 -0.012 0.13
Si -15.483 1.909 17.622 -0.027 -0.038 0.018
Si -15.411 5.659 17.799 0.007 -0.076 -0.029
Si -15.311 -5.852 17.734 0.056 0 -0.045
Si -15.272 -2.043 17.8 0.041 0.098 -0.008
Si -11.602 1.978 17.704 -0.043 -0.023 0.04
Si -11.619 5.601 17.731 0.003 0.016 0.061
Si -11.422 -5.761 17.681 0.042 -0.043 0.098
Si -11.435 -2.065 17.647 -0.512 0.133 -0.226
Si -7.723 2.051 17.618 0.055 0.004 0.044
Si -7.781 5.826 17.791 -0.389 -0.1 -0.397
Si -7.236 -5.719 17.512 0.286 0.003 -0.398
Si -6.989 -1.879 17.438 0.051 0.006 -0.027
Si -19.254 1.758 17.639 0.054 0.03 0.019
Si -19.164 5.749 17.509 -0.001 -0.036 -0.06
Si -20.188 -5.827 17.574 -0.065 -0.017 -0.05
Si -20.169 -1.947 17.395 -0.203 -0.126 -0.665
Si -17.359 1.517 19.038 0.087 0.21 -0.764
Si -17.379 6.333 18.939 0.081 0.015 -0.027
Si -16.693 -6.795 19.41 0.043 -0.235 -0.731
Si -16.448 -1.468 19.777 0.342 -0.149 -0.6
Si -13.608 2.446 18.893 0.192 0.289 -0.486
Si -12.829 -9.274 21.852 -0.021 -0.11 -0.254
Si -13.342 -5.178 18.906 -0.06 0.304 -0.593
Si -13.283 -2.714 18.944 0.007 -0.121 -0.122
Si -9.659 2.681 18.854 -0.035 0.002 -0.003
Si -9.679 5.122 19.013 -0.005 0.034 -0.039
Si -9.726 -5.841 19.332 -0.228 0.162 -0.642
Si -8.554 -1.704 19.079 0.332 -0.047 -0.362
Si 40.344 2.107 18.882 -0.054 -0.23 -0.734
Si 40.705 5.251 19.047 -0.162 0.419 -0.695
Si -19.486 -5.551 19.786 -0.187 -0.045 -0.727
Si -19.212 -2.51 20.262 0.062 -0.12 -0.076
Si -9.586 -3.338 21.167 0.032 -0.157 -0.153
Si -21.577 -8.93 24.032 0.023 0.034 0.026
Si -8.831 -4.707 23.805 -0.029 -0.04 -0.078
Si -13.51 4.899 19.007 0.016 -0.201 -0.723
Si -13.79 -1.992 21.107 -0.016 -0.076 -0.601
Si -22.24 3.546 23.746 -0.131 -0.173 -0.07
Si -9.41 1.022 20.415 -0.122 0.378 -0.422
Si -14.086 -4.253 23.267 0.066 0.005 -0.041
Si -8.969 2.991 -8.408 0.003 -0.099 -0.143
Si -14.35 -6.622 21.456 0.082 0.087 -0.285
Si -17.155 3.24 21.692 0.092 -0.044 -0.108
Si -14.453 2.172 21.778 -0.108 -0.02 -0.094
Si -11.604 -4.341 25.229 0.039 -0.019 -0.059
Si -6.823 1.437 21.821 0.044 -0.02 -0.242
Si -18.56 -9.487 20.942 0.241 0.048 -0.628
Si -21.637 -3.213 24.802 0.101 -0.011 -0.103
Si -6.009 -1.116 -7.745 0.073 0.001 -0.008
Si -15.233 -8.48 -7.402 -0.188 0.006 -0.003
Si -16.459 -3.753 25.072 -0.054 -0.04 -0.118
Si -8.156 -7.39 -7.762 0.172 0.012 0.122
Si -13.307 -6.214 -7.167 0.012 0.119 -0.11
Si -19.1 -5.091 24.535 -0.036 -0.02 -0.05
Si -8.709 -7.717 23.373 0.08 -0.011 -0.142
Si -3.623 -1.139 -5.912 -0.035 0.028 0.008
Si -19.769 -7.132 22.241 0.157 -0.008 -0.063
Si -9.8 -0.073 24.578 -0.075 0.001 -0.083
Si -15.897 4.17 -6.096 -0.045 -0.012 0.043
Si -8.476 5.191 -6.606 0.049 -0.018 0.094
Si -16.479 -2.496 -4.468 -0.046 0.185 0.062
Si -12.53 3.69 23.608 -0.119 -0.016 -0.043
Si -14.004 -3.772 -5.496 0.198 0.125 0.123
Si -18.634 -0.11 25.112 0.113 0.069 -0.017
Si -10.426 -5.522 -7.235 0.016 0.077 0.13
Si -5.599 -7.621 -8.826 0.087 0.066 0.075
Si -9.748 3.051 24.587 0.015 0.034 0.003
Si -2.029 -0.226 -8.284 -0.069 -0.045 -0.024
Si -9.672 -3.811 -4.767 -0.025 0.082 0.079
Si -11.256 -0.846 21.876 0.077 0.019 -0.051
Si -4.778 5.458 -2.857 -0.059 -0.007 0.067
Si -15.589 2.304 -8.488 -0.005 -0.028 0.011
Si -9.867 6.671 20.806 0.153 -0.403 -0.525
Si -20.515 -1.244 22.857 0.002 -0.007 -0.196
Si -10.286 -0.818 -5.175 0.104 -0.075 -0.002
Si -12.403 -1.509 -7.145 -0.121 -0.132 0.052
Si -9.952 5.518 -3.821 -0.043 -0.042 0.091
Si -7.974 0.683 -6.526 -0.028 0.087 0.023
Si -16.348 1.44 23.84 0.058 -0.001 -0.183
Si -6.071 -5.765 -6.781 0.027 -0.036 0.037
Si 0.036 -1.857 6.91 -0.006 -0.019 0
Si -0.004 1.974 6.821 -0.005 0.02 -0.025
Si 0.027 5.826 6.853 -0.017 0.01 -0.011
Si 0.024 -5.741 6.875 -0.012 0.014 -0.008
Si 3.851 -1.835 6.868 -0.014 0.01 -0.014
Si 3.832 1.996 6.863 -0.007 -0.004 -0.007
Si 3.853 5.869 6.841 -0.015 -0.001 -0.029
Si 3.823 -5.702 6.831 -0.029 -0.003 -0.024
Si 7.691 -1.804 6.825 0.021 -0.007 -0.002
Si 7.708 2.011 6.793 -0.004 0.011 -0.017
Si 7.698 -9.523 6.797 -0.003 -0.014 -0.014
Si 7.677 -5.679 6.818 0.011 0.001 -0.013
Si -3.876 -1.915 6.885 0.007 -0.019 0.004
Si -3.864 1.923 6.83 0.012 0.014 -0.003
Si -3.86 5.798 6.847 0.022 -0.014 -0.021
Si -3.849 -5.815 6.845 0.027 0.01 -0.017
Si 15.394 -1.885 6.804 -0.003 0.01 -0.011
Si 15.396 1.96 6.784 0.005 0.018 -0.014
Si 15.386 5.825 6.774 -0.012 -0.005 -0.022
Si 15.382 -5.748 6.794 -0.003 0.002 -0.003
Si 19.22 -1.9 6.816 -0.012 -0.005 -0.016
Si 19.239 1.932 6.851 -0.014 -0.004 -0.012
Si 19.238 5.84 6.815 -0.011 0.012 -0.029
Si 19.218 -5.741 6.813 -0.012 -0.007 -0.02
Si 23.066 -1.861 6.838 0.021 -0.009 -0.004
Si 23.098 1.95 6.798 0.008 0.008 -0.015
Si 23.082 5.807 6.802 0.004 -0.017 -0.013
Si 23.063 -5.745 6.821 0.016 -0.002 -0.013
Si 11.54 -1.844 6.813 -0.002 -0.022 0.001
Si 11.548 1.984 6.797 0.01 0.016 -0.019
Si 11.555 -9.52 6.788 0.011 -0.002 -0.018
Si 11.549 -5.722 6.795 0.004 0.008 -0.014
Si 30.775 -1.977 6.759 -0.01 0.017 -0.006
Si 30.778 1.86 6.723 -0.005 0.014 -0.013
Si 30.764 5.72 6.701 -0.008 0.016 -0.016
Si 30.761 -5.846 6.729 0.007 -0.007 -0.001
Si 34.6 -1.988 6.759 -0.012 0.003 -0.012
Si 34.598 1.84 6.764 -0.02 0.002 -0.014
Si 34.6 5.74 6.722 -0.008 0.01 -0.03
Si 34.585 -5.858 6.735 -0.02 -0.009 -0.019
Si -23.091 -1.947 6.761 0.027 -0.009 -0.009
Si -23.071 1.862 6.733 0.004 0.01 -0.021
Si -23.084 5.716 6.727 0 -0.008 -0.007
Si -23.102 -5.824 6.759 0.011 -0.001 -0.007
Si 26.918 -1.915 6.808 -0.002 -0.011 0
Si 26.939 1.899 6.771 0.001 0.011 -0.019
Si 26.948 5.792 6.753 0.006 -0.009 -0.028
Si 26.938 -5.81 6.766 0.026 0.013 -0.018
Si -15.374 -1.995 6.802 0.003 0.004 -0.008
Si -15.372 1.842 6.766 0.006 0.006 -0.021
Si -15.379 5.692 6.755 -0.014 -0.003 -0.011
Si -15.379 -5.874 6.781 -0.001 0.012 0.004
Si -11.535 -1.997 6.841 -0.008 0 -0.015
Si -11.52 1.842 6.841 -0.006 -0.002 -0.009
Si -11.524 5.719 6.819 -0.027 0.003 -0.03
Si -11.543 -5.877 6.812 -0.03 -0.006 -0.024
Si -7.697 -1.949 6.835 0.012 0.005 -0.013
Si -7.662 1.864 6.77 -0.004 0.002 -0.024
Si -7.671 5.722 6.787 0.001 0.004 -0.027
Si -7.716 -5.818 6.83 0.022 0.004 -0.02
Si -19.247 -1.962 6.799 -0.001 -0.008 -0.003
Si -19.231 1.856 6.775 0.005 0.02 -0.019
Si -19.214 5.723 6.748 0.007 -0.019 -0.015
Si -19.228 -5.876 6.777 0.012 0.015 -0.007
Si 1.948 -1.858 8.258 0.005 0.009 0.025
Si 1.9 1.982 8.214 -0.008 -0.003 0.023
Si 1.935 5.829 8.223 -0.015 -0.021 0.023
Si 1.931 -5.715 8.235 -0.014 0.027 0.021
Si 5.777 -1.824 8.199 -0.009 -0.006 0
Si 5.779 1.997 8.163 -0.017 0.016 0.005
Si 5.781 -9.529 8.169 0.003 -0.01 0.019
Si 5.756 -5.714 8.175 0.007 -0.018 0.004
Si 9.621 -1.848 8.173 0.001 -0.007 0.015
Si 9.63 1.995 8.155 0.001 -0.008 0.02
Si 9.63 -9.537 8.147 0.005 -0.013 0.017
Si 9.619 -5.698 8.152 0.004 -0.001 0.008
Si -1.926 -1.906 8.213 0.002 -0.014 0.013
Si -1.925 1.947 8.178 0.007 0.001 0.02
Si -1.915 5.798 8.184 0.022 0 0.023
Si -1.922 -5.759 8.201 0.014 -0.016 0.022
Si 17.305 -1.879 8.185 0.011 0.002 0.021
Si 17.3 1.96 8.183 -0.005 0.005 0.023
Si 17.302 5.818 8.164 -0.016 -0.014 0.019
Si 17.298 -5.726 8.173 -0.009 0.023 0.018
Si 21.137 -1.877 8.188 -0.001 -0.015 0.007
Si 21.173 1.946 8.177 -0.018 0.021 0.006
Si 21.156 5.829 8.168 -0.01 -0.007 0.014
Si 21.14 -5.755 8.179 0.003 -0.01 0.012
Si 25.002 -1.91 8.179 -0.001 0 0.022
Si 25.025 1.93 8.151 -0.003 -0.022 0.022
Si 25.025 5.788 8.133 0.002 0.001 0.02
Si 25.012 -5.773 8.143 -0.008 -0.008 0.012
Si 13.474 -1.871 8.16 0.002 0.005 0.016
Si 13.483 1.974 8.144 0.015 0.006 0.024
Si 13.482 -9.543 8.146 0.01 0.006 0.022
Si 13.471 -5.712 8.157 0.016 -0.006 0.017
Si 32.687 -1.982 8.132 0.011 -0.002 0.029
Si 32.676 1.861 8.123 -0.014 0.004 0.029
Si 32.676 5.715 8.088 -0.018 -0.011 0.019
Si 32.674 -5.843 8.106 -0.002 0.027 0.021
Si -25.023 -1.973 8.11 -0.003 -0.015 0.01
Si -25.009 1.85 8.088 -0.006 0.011 0.006
Si -25.022 5.728 8.072 -0.006 -0.005 0.017
Si -25.036 -5.862 8.097 0.006 -0.019 0.011
Si -21.176 -1.979 8.137 0.008 -0.002 0.015
Si -21.16 1.862 8.116 0.005 -0.014 0.025
Si -21.154 5.705 8.089 0.005 -0.001 0.02
Si -21.17 -5.849 8.112 -0.003 -0.004 0.008
Si 28.861 -1.956 8.136 -0.003 0.003 0.02
Si 28.874 1.888 8.113 0.017 0.003 0.024
Si 28.874 5.756 8.107 0.025 0.002 0.018
Si 28.859 -5.806 8.123 0.009 0.002 0.017
Si -13.465 -1.99 8.185 0.008 -0.005 0.014
Si -13.469 1.856 8.169 -0.016 0.004 0.019
Si -13.469 5.701 8.155 -0.009 -0.01 0.022
Si -13.469 -5.853 8.165 -0.011 0.014 0.015
Si -9.617 -1.959 8.199 -0.008 -0.01 0.012
Si -9.584 1.862 8.162 -0.019 0.02 0.01
Si -9.598 5.732 8.163 -0.001 -0.007 0.016
Si -9.631 -5.844 8.189 0.011 0.008 0.016
Si -5.793 -1.935 8.228 0.003 0.003 0.023
Si -5.777 1.912 8.189 0.005 -0.01 0.018
Si -5.781 5.762 8.196 0.002 0.012 0.02
Si -5.785 -5.8 8.19 -0.004 -0.006 0.018
Si -17.307 -1.991 8.14 -0.004 0.01 0.012
Si -17.293 1.85 8.12 0.007 0.001 0.023
Si -17.292 5.714 8.114 0.018 0.006 0.021
Si -17.303 -5.845 8.132 0.01 -0.01 0.015
Si 1.919 0.068 9.589 0.004 -0.006 -0.008
Si 1.906 3.902 9.585 0.011 -0.008 -0.012
Si 1.917 7.748 9.586 0.02 0.017 -0.016
Si 1.919 -3.798 9.602 -0.007 -0.001 -0.015
Si 5.767 0.095 9.544 0.001 0.005 -0.024
Si 5.759 3.919 9.508 -0.001 -0.019 -0.021
Si 5.765 -7.627 9.535 -0.003 -0.007 -0.005
Si 5.76 -3.777 9.522 0.003 0.011 -0.026
Si 9.635 0.078 9.517 -0.009 -0.008 -0.015
Si 9.639 3.92 9.513 -0.011 -0.007 -0.01
Si 9.62 -7.619 9.505 -0.012 0.007 -0.011
Si 9.629 -3.781 9.526 0.011 0.002 -0.012
Si -1.917 0.027 9.544 -0.001 0.005 -0.026
Si -1.908 3.871 9.54 -0.013 0.012 -0.026
Si -1.916 7.709 9.55 -0.009 0.001 -0.028
Si -1.925 -3.835 9.568 0.008 0 -0.011
Si 17.31 0.041 9.549 -0.009 -0.001 -0.017
Si 17.305 3.893 9.536 0.005 -0.013 -0.014
Si 17.306 7.743 9.533 0.016 0.015 -0.019
Si 17.297 -3.804 9.548 -0.005 -0.002 -0.018
Si 21.142 0.04 9.554 0.002 0.006 -0.017
Si 21.146 3.891 9.509 -0.011 0.001 -0.015
Si 21.145 7.726 9.55 0.009 -0.004 -0.012
Si 21.141 -3.818 9.529 0.014 -0.001 -0.023
Si 25.013 0.019 9.525 -0.01 -0.01 -0.016
Si 25.029 3.864 9.509 -0.003 -0.008 -0.022
Si 25.008 7.698 9.507 -0.003 -0.003 -0.015
Si 25.01 -3.853 9.52 0.018 0.011 -0.01
Si 13.496 0.055 9.507 0.004 0.003 -0.03
Si 13.5 3.907 9.491 -0.009 0.008 -0.025
Si 13.49 -7.627 9.509 -0.009 0.003 -0.027
Si 13.479 -3.791 9.526 0.001 -0.009 -0.011
Si 32.684 -0.06 9.489 -0.009 0 -0.008
Si 32.677 3.801 9.472 0.006 0.006 -0.015
Si 32.674 7.627 9.473 0.013 0.007 -0.026
Si 32.683 -3.925 9.478 -0.015 -0.006 -0.025
Si -25.028 -0.054 9.469 0.002 0.01 -0.021
Si -25.03 3.792 9.421 -0.014 0 -0.019
Si -25.024 7.616 9.462 0.007 0.001 -0.007
Si -25.03 -3.922 9.441 0.006 0.012 -0.026
Si -21.161 -0.054 9.478 -0.01 -0.011 -0.013
Si -21.15 3.79 9.469 -0.011 -0.006 -0.014
Si -21.167 7.616 9.46 -0.013 0.005 -0.009
Si -21.16 -3.924 9.476 0.017 0.01 -0.013
Si 28.875 -0.03 9.485 0.003 0.007 -0.025
Si 28.881 3.825 9.464 -0.013 0.009 -0.022
Si 28.871 7.666 9.486 -0.005 -0.001 -0.023
Si 28.857 -3.885 9.498 0.008 -0.001 -0.011
Si -13.466 -0.064 9.539 0.002 -0.005 -0.013
Si -13.473 3.784 9.531 0.003 -0.001 -0.011
Si -13.473 7.622 9.53 0.004 0.012 -0.018
Si -13.475 -3.923 9.533 -0.005 0.001 -0.02
Si -9.624 -0.036 9.553 0.021 0.004 -0.026
Si -9.612 3.798 9.512 -0.004 -0.014 -0.017
Si -9.622 7.635 9.551 0.015 -0.003 -0.011
Si -9.626 -3.899 9.538 0.002 -0.002 -0.026
Si -5.776 0.001 9.561 -0.013 -0.011 -0.011
Si -5.765 3.837 9.558 -0.015 -0.011 -0.018
Si -5.785 7.678 9.556 -0.02 -0.001 -0.012
Si -5.773 -3.876 9.566 0.017 0.004 -0.017
Si -17.289 -0.067 9.485 0.006 0.002 -0.023
Si -17.284 3.786 9.465 -0.008 0.015 -0.022
Si -17.29 7.625 9.482 -0.006 -0.01 -0.024
Si -17.304 -3.92 9.494 0.01 -0.006 -0.008
Si -0.017 0.012 10.932 -0.002 -0.006 0.018
Si -0.021 3.884 10.959 0.006 0.002 0.025
Si -0.02 7.73 10.938 -0.028 0.002 0.016
Si -0.017 -3.823 10.957 0.014 -0.001 0.015
Si 3.853 0.085 10.918 -0.006 0.006 0.019
Si 3.854 3.904 10.906 0.009 -0.008 0.02
Si 3.852 7.749 10.91 0 -0.005 0.019
Si 3.863 -3.794 10.928 -0.01 -0.002 0.004
Si 7.705 0.094 10.86 0.025 -0.009 0.006
Si 7.684 3.899 10.843 -0.013 0.019 0.012
Si 7.696 -7.637 10.856 0.017 -0.01 0.017
Si 7.684 -3.776 10.865 -0.005 -0.019 -0.002
Si -3.833 0.02 10.895 -0.012 -0.006 0.007
Si -3.815 3.864 10.905 0.004 0.007 0.018
Si -3.841 7.698 10.889 0.005 -0.008 -0.001
Si -3.844 -3.85 10.933 -0.022 -0.002 0.013
Si 15.39 0.028 10.907 0.008 0.002 0.022
Si 15.388 3.894 10.909 -0.007 0.007 0.026
Si 15.388 7.767 10.899 -0.03 0.007 0.016
Si 15.383 -3.794 10.927 0.015 0.011 0.016
Si 19.221 0.054 10.928 -0.01 0.009 0.021
Si 19.233 3.894 10.896 0.006 0.001 0.019
Si 19.217 7.747 10.909 -0.003 -0.011 0.018
Si 19.224 -3.806 10.911 -0.011 0.003 0.004
Si 23.082 0.047 10.876 0.019 -0.011 0.002
Si 23.076 3.886 10.852 -0.01 -0.007 0.008
Si 23.085 7.699 10.87 0.009 0.003 0.015
Si 23.07 -3.829 10.876 -0.014 -0.025 0.007
Si 11.578 0.07 10.849 -0.017 0 0.006
Si 11.592 3.912 10.848 0.003 0.008 0.014
Si 11.563 -7.618 10.836 0.009 -0.005 0
Si 11.562 -3.788 10.884 -0.009 0.005 0.007
Si 30.777 -0.074 10.869 -0.005 -0.006 0.02
Si 30.775 3.81 10.871 0.002 0.013 0.032
Si 30.773 7.656 10.872 -0.009 0.006 0.019
Si 30.78 -3.922 10.868 0.024 0.026 0.019
Si 34.606 -0.054 10.845 -0.001 0.006 0.025
Si 34.613 3.785 10.814 0.003 0 0.018
Si 34.602 7.614 10.821 -0.007 -0.001 0.017
Si 34.613 -3.931 10.831 -0.002 -0.004 0.006
Si -23.099 -0.051 10.805 0.022 -0.003 0.003
Si -23.113 3.793 10.783 -0.003 -0.006 0.009
Si -23.098 7.597 10.8 0.016 -0.001 0.012
Si -23.111 -3.929 10.803 -0.013 -0.029 0
Si 26.961 0.001 10.846 -0.014 -0.001 0.008
Si 26.98 3.854 10.847 0.009 0.002 0.018
Si 26.95 7.682 10.84 0 -0.009 0.008
Si 26.941 -3.867 10.877 -0.019 -0.004 0.021
Si -15.396 -0.087 10.885 -0.006 0.004 0.019
Si -15.402 3.788 10.891 -0.011 0.002 0.028
Si -15.401 7.641 10.884 -0.028 0.01 0.017
Si -15.4 -3.919 10.895 0.019 0.004 0.015
Si -11.552 -0.037 10.916 -0.006 0.008 0.018
Si -11.538 3.79 10.883 0.014 0.002 0.019
Si -11.556 7.646 10.901 -0.004 -0.009 0.018
Si -11.552 -3.897 10.902 -0.009 0.005 0.004
Si -7.704 -0.005 10.901 0.008 0.002 0.008
Si -7.709 3.822 10.896 0.004 0.01 0.011
Si -7.705 7.655 10.905 0.023 0.003 0.018
Si -7.711 -3.88 10.912 -0.007 -0.006 0.01
Si -19.218 -0.061 10.812 -0.021 -0.001 0.007
Si -19.199 3.793 10.814 -0.001 0.002 0.014
Si -19.225 7.624 10.798 0.005 -0.006 0
Si -19.231 -3.925 10.841 -0.018 -0.006 0.016
O -2.47 1.268 -3.273 0.116 0.733 -0.214
O 11.14 0.514 -1.738 -0.245 -0.047 -0.363
O 10.972 3.9 -1.564 -0.496 0.373 0.053
O -1.968 4.707 -1.025 0.04 -0.133 -0.178
O -4.409 5.309 -6.195 -0.107 0.055 -0.067
O 1.687 -7.421 -6.865 0.654 -0.135 0.165
O 11.688 -5.104 -3.044 -0.209 0.2 0.622
O 9.477 -6.503 -3.14 -0.018 0.043 0.08
O 1.905 0.222 -0.585 -0.106 -0.161 -0.2
O -0.516 0.196 -1.765 -0.012 -0.102 0.169
O 0.175 3.475 -1.918 0.375 -0.573 0.079
O 2.322 2.916 -3.369 0.119 -0.516 -0.675
O -0.515 -8.356 -4.171 0.064 -0.57 -0.216
O -1.824 -5.147 -1.768 -0.18 0.504 0.384
O 4.436 0.055 -1.161 0.409 -0.457 -0.168
O 6.447 0.156 -2.741 -0.087 -0.371 -0.325
O 5.796 3.916 -0.262 0.129 -0.244 -0.442
O 3.353 3.983 -1.219 -0.583 0.312 -0.014
O 3.401 -7.609 -1.299 -0.195 0.009 0.031
O 5.836 -7.512 -0.35 0.216 0.22 -0.697
O 3.156 -3.792 -1.472 -0.221 0.392 -0.033
O 5.61 -3.668 -0.415 -0.012 -0.051 -0.368
O 8.234 4.483 -1.085 0.701 -0.055 -0.377
O -7.61 2.885 -3.688 -0.359 0.128 0.046
O 8.436 -7.575 -1.011 -0.202 -0.053 -0.02
O 7.961 -3.532 -1.436 0.241 -0.139 -0.189
O 9.568 -3.763 -3.394 0.039 0.386 -0.032
O -0.086 1.663 0.322 -0.096 0.195 -0.284
O -0.153 -1.026 0.453 -0.489 -0.284 -0.127
O 0.045 -6.857 -2.135 0.262 0.388 0.04
O 0.006 -3.623 1.064 0.278 -0.014 -0.114
O -0.156 -6.029 0.232 0.362 -0.263 -0.139
O 11.46 -1.213 0.18 0.357 -0.463 -0.31
O -4.837 -6.776 -0.735 -0.088 0.482 0.111
O 11.487 -3.752 0.91 -0.086 -0.042 -0.389
O 11.263 -6.273 0.208 -0.123 0.179 -0.757
O -1.047 -1.936 18.692 -0.419 0.068 -0.299
O 5.404 -2.285 18.376 0.123 -0.285 0.181
O 7.33 -5.515 18.804 0.308 0.084 0.258
O -2.432 -5.114 19.904 0.115 0.472 0.095
O -2.628 -2.022 20.678 0.345 -0.336 0.647
O -4.095 -0.396 -4.566 -0.304 -0.248 -0.083
O -5.091 1.788 -3.578 0.373 0.273 0.071
O -3.551 5.015 -3.798 0.332 -0.447 0.217
O -2.202 -7.406 -0.608 0.261 -0.413 -0.383
O 10.42 -6.627 -7.611 0.584 0.018 0.175
O 10.269 -5.328 -5.328 0.456 0.111 -0.079
O 8.125 -7.121 -8.821 -0.323 0.317 -0.558
O -1.063 -0.78 -4.087 -0.108 -0.015 -0.526
O 0.064 1.652 -3.841 0.156 -0.051 -0.528
O 0.335 4.178 -4.515 -0.128 0.277 0.158
O 8.018 -0.26 -6.425 -0.3 -0.615 0.546
O -6.124 5.128 23.607 0.516 -0.024 -0.193
O -1.681 -5.973 -4.359 -0.018 0.043 -0.386
O 4.115 -0.003 -3.799 -0.637 -0.295 -0.08
O 5.361 -1.751 -5.354 0.26 -0.025 -0.267
O 4.769 2.252 -2.621 0.406 0.098 -0.3
O 4.285 4.672 -3.589 -0.369 0.015 -0.315
O 4.578 -8.081 -3.647 0.086 0.239 -0.456
O 4.67 -3.581 -3.57 0.14 0.272 0.238
O 1.222 -4.904 -6.036 -0.577 -0.428 0.085
O 8.698 1.364 -2.975 0.506 0.068 0.166
O 8.641 -1.32 -2.755 0.454 0.021 -0.168
O 8.121 2.142 -5.431 0.286 0.442 -0.046
O 8.181 -6.738 -6.259 -0.215 -0.191 0.877
O 4.754 -4.26 -8.293 0.27 -0.188 -0.213
O 7.158 -3.093 -3.974 0.059 0.096 -0.108
O -1.657 0.314 19.946 0.204 0.05 0.401
O -4.516 5.76 20.707 -0.043 0.058 0.133
O 1.792 -3.233 22.079 0.357 -0.225 -0.12
O -0.381 -6.453 20.833 -0.243 -0.276 0.415
O -0.028 -1.455 21.111 0.002 0.032 0.629
O 5.279 -4.213 25.02 0.124 0.26 0.001
O 0.309 1.18 22.758 0.135 -0.668 0.186
O 2.234 5.36 20.58 0.233 0.076 0.459
O 8.894 -2.026 -8.104 -0.251 0.164 -0.124
O 6.359 -3.618 22.691 0.303 0.361 0.17
O 4.521 -0.847 23.678 0.037 -0.216 0.547
O 5.99 2.324 20.274 0.116 0.396 0.534
O 6.393 -0.107 19.363 0.096 0.317 -0.336
O 5.85 5.613 20.357 0.041 -0.311 0.444
O 7.403 0.597 21.644 0.071 -0.245 0.325
O 5.619 -7.202 19.895 -0.219 -0.266 -0.324
O 5.428 -4.617 20.433 -0.469 0.237 0.026
O 3.468 -0.173 -6.293 -0.458 0.434 -0.203
O 6.977 -2.466 20.441 0.52 -0.147 0.206
O 9.444 1.84 20.351 0.043 -0.002 0.062
O 4.535 -2.299 21.427 -0.595 -0.306 -0.181
O -5.697 3.771 19.514 -0.068 0.024 0.127
O -4.611 -3.794 20.28 -0.53 -0.047 0.243
O -4.62 -6.353 20.915 -0.51 -0.215 -0.095
O 0.197 -3.327 24.044 -0.033 0.571 0.198
O -5.062 -1.371 21.128 -0.082 0.278 0.226
O 9.874 0.393 -8.119 0.129 0.575 0.007
O 2.553 5.386 23.175 -0.296 0.282 0.385
O 1.867 -0.585 -8.317 -0.577 -0.201 0.015
O -0.195 2.306 25.072 -0.268 0.105 0.276
O 2.116 -5.779 20.442 0.334 -0.088 0.19
O 2.692 -4.21 24.442 0.198 0.119 0
O 0.391 5.67 -6.727 0.327 -0.082 -0.139
O 4.022 -8.386 21.619 -0.2 0.086 0.004
O 4.76 0.341 21.391 -0.137 0.331 0.267
O 8.437 2.813 22.533 -0.323 0.08 -0.346
O 7.037 3.67 24.617 0.049 0.583 0.365
O 6.771 -5.953 23.738 0.351 -0.003 -0.236
O -6.061 3.01 25.13 0.145 0.273 0.302
O 10.487 -1.221 -6.122 -0.117 -0.459 0.087
O 6.754 -8.774 -7.388 -0.362 -0.11 -0.548
O 7.027 1.811 -7.802 0.019 -0.225 -0.201
O -4.074 -0.625 23.532 0.16 -0.432 -0.14
O 1.062 -5.567 22.889 -0.405 -0.456 0.482
O 12.867 -2.063 -5.289 -0.11 -0.614 -0.401
O -2.01 -7.47 18.965 -0.468 0.083 -0.327
O 1.61 1.783 20.393 0.243 -0.592 0.475
O 14.051 1.339 -8.572 -0.281 0.246 -0.352
O -7.562 -4.177 24.649 -0.086 -0.205 0.017
O 5.908 -6.354 -7.53 -0.305 -0.013 0.037
O 1.995 -5.414 -8.502 -0.131 -0.07 -0.17
O 7.637 -8.248 24.636 -0.284 -0.382 0.394
O 5.08 -7.934 24.205 -0.432 -0.165 -0.349
O 5.802 0.856 -5.65 -0.026 0.252 -0.281
O -6.4 0.175 22.72 -0.459 -0.011 0.303
O 6.424 5.826 -2.498 0.024 0.296 0.638
O 6.2 5.73 -5.058 0.026 0.104 -0.038
O 0.091 -2.596 -5.509 -0.105 0.528 -0.114
O -6.053 -2.39 23.328 -0.118 -0.01 -0.124
O 0.039 3.516 21.645 0.195 0.524 -0.173
O -2.115 2.862 20.305 -0.313 0.295 -0.068
O 6.012 4.111 -7.105 -0.344 -0.098 0.134
O 1.481 -7.923 21.931 -0.347 -0.255 0.448
O -5.333 -7.804 23.021 -0.287 0.15 -0.198
O -0.014 3.037 -6.842 0.4 -0.167 0.059
O -1.771 0.294 24.394 0.376 -0.396 0.048
O 7.75 3.845 -3.526 -0.351 0.06 -0.269
O 5.787 -4.297 -5.852 0.291 -0.056 -0.111
O 2.433 -2.595 -6.535 0.108 -0.125 -0.016
O -1.378 -3.419 -3.557 0.433 0.071 0.282
O 2.429 2.806 22.598 0.329 -0.468 0.158
O -2.386 -3.861 24.459 -0.178 0.126 -0.466
O -3.993 1.358 25.382 0.32 0.303 -0.197
O -4.964 -4.146 24.955 -0.049 -0.189 0.413
O -2.882 -8.247 -5.179 -0.599 0.23 -0.196
O 4.198 -1.713 -8.269 0.518 0.499 0.231
O -1.876 4.711 -5.841 -0.095 -0.065 -0.373
O 12.725 0.023 -6.798 0.084 0.243 0.407
O -3.666 -5.783 23.266 0.338 0.414 -0.369
O 6.836 -0.772 24.971 -0.102 -0.305 -0.132
O -0.88 -7.333 -6.536 -0.341 0.509 -0.31
O 0.074 -8.149 -8.829 0.344 0.074 0.013
O 4.511 3.791 23.859 0.222 0.479 -0.153
O -2.303 4.824 22.014 -0.213 0.035 0.447
O -1.931 2.466 23.003 -0.403 0.189 0.146
O 5.583 1.489 24.44 -0.156 0.204 -0.27
O -1.178 -1.601 -8.423 0.282 0.228 0.412
O -5.562 -9.15 -8.342 0.01 -0.386 -0.078
O 2.476 -0.779 21.881 -0.347 0.35 0.193
O 13.671 0.266 -2.352 -0.024 -0.306 0.28
O 26.422 0.437 -1.751 -0.315 -0.071 -0.318
O 26.29 3.736 -1.543 -0.793 -0.059 -0.233
O 14.901 5.788 -2.447 -0.307 0.048 -0.551
O 10.992 5.485 -6.026 -0.113 0.456 -0.229
O 17.102 -7.486 -7.103 0.51 -0.316 -0.025
O 27.064 -5.073 -3.105 0.071 -0.149 0.151
O 24.429 -9.266 -2.973 0.179 -0.092 -0.409
O 16.242 0.035 -1.874 0.381 -0.19 -0.292
O 15.544 3.326 -2.091 -0.269 -0.207 0.095
O 17.742 2.845 -3.458 0.024 -0.48 -0.482
O 15.188 -7.68 -4.1 0.13 0.015 -0.287
O 13.973 -5.524 -1.895 -0.044 0.48 -0.218
O 19.388 0.063 -1.218 -0.024 -0.3 -0.081
O 21.648 -0.058 -2.487 0.065 -0.235 0.293
O 21.164 3.867 -0.271 -0.105 0.117 -0.311
O 18.747 3.905 -1.272 -0.816 0.319 -0.201
O 18.86 -7.702 -1.231 -0.319 -0.096 0.021
O 21.274 -7.61 -0.315 0.041 0.023 -0.319
O 18.6 -3.966 -1.474 -0.49 0.086 -0.053
O 21.05 -3.752 -0.443 0.098 -0.232 -0.469
O 23.584 4.367 -1.161 0.409 0.053 -0.181
O 10.174 3.195 -4.059 0.229 0.066 -0.264
O 23.857 -7.637 -1.04 0.087 0.039 -0.064
O 23.438 -3.653 -1.408 0.339 -0.279 -0.085
O 24.872 -3.855 -3.513 0.154 0.302 0.018
O 15.63 1.569 0.214 -0.153 0.293 -0.475
O 15.442 -1.088 0.316 -0.375 0.004 -0.372
O 15.726 5.163 -0.104 0.317 0.086 -0.148
O 15.801 -7.312 -1.494 0.544 0.199 0.494
O 15.35 -3.718 0.833 0.19 0.023 -0.671
O 26.825 -1.293 0.153 0.352 -0.224 -0.277
O 10.991 -8.068 -1.624 0.198 -0.051 -0.685
O 26.833 -3.829 0.871 0.083 -0.032 -0.329
O 26.543 -6.356 0.231 -0.186 0.098 -0.248
O 20.807 -2.057 18.465 -0.015 -0.476 0.194
O 24.156 -9.294 18.971 0 0.089 0.021
O 22.627 -5.558 18.869 0.336 0.211 0.256
O 13.016 -5.646 20.401 0.201 0.523 0.725
O 11.094 -6.106 18.811 -0.047 -0.371 0.047
O 13.081 -2.288 20.113 0.045 -0.502 0.504
O 11.815 0.121 -4.283 -0.352 0.153 -0.108
O 12.443 2.38 -3.115 0.538 0.224 -0.117
O 12.127 4.909 -3.729 0.523 0.248 0.23
O 13.418 -7.619 -0.443 0.211 -0.268 -0.017
O 25.915 -6.637 -7.75 0.465 0.16 -0.158
O 25.708 -5.436 -5.394 0.519 0.33 -0.335
O 18.385 -7.748 25.369 -0.289 0.3 -0.613
O 15.05 -1.148 -3.979 0.303 -0.132 -0.182
O 15.526 1.446 -3.927 -0.243 0.032 -0.695
O 15.695 3.982 -4.646 0.359 0.24 -0.077
O 23.361 -0.394 -6.648 -0.345 -0.312 -0.04
O 8.91 5.173 23.492 0.209 0.002 -0.334
O 14.531 -7.35 -6.587 -0.396 0.398 -0.36
O 19.436 -0.081 -3.801 -0.631 -0.148 -0.04
O 20.678 -1.927 -5.234 -0.21 0.056 -0.064
O 20.167 2.167 -2.645 0.386 0.017 -0.226
O 19.734 4.573 -3.647 -0.039 0.053 -0.51
O 19.912 -4.011 -3.752 0.286 -0.24 0.057
O 16.83 -5.189 -5.778 -0.192 -0.471 0.414
O 23.834 1.255 -2.997 0.101 0.222 -0.185
O 23.867 -1.44 -2.815 0.552 -0.03 -0.405
O 23.518 1.982 -5.491 0.603 0.266 -0.294
O 23.695 -6.896 -6.387 -0.226 -0.389 0.441
O 20.144 -4.447 -8.463 0.011 -0.281 -0.267
O 22.387 -3.352 -3.863 0.023 -0.217 0.012
O 13.7 0.174 19.642 -0.076 -0.073 0.342
O 10.581 5.478 20.497 -0.233 -0.021 0.409
O 17.172 -3.254 22.085 0.247 -0.277 -0.159
O 15.177 -7 20.822 -0.194 -0.336 0.134
O 15.416 -1.425 21.006 -0.103 0.051 0.408
O 20.569 -4.582 24.824 0.119 -0.001 -0.065
O 15.603 1.165 22.774 0.033 -0.549 0.348
O 17.33 5.448 20.639 -0.121 0.065 0.312
O 24.416 -2.142 -8.318 0.061 0.127 -0.3
O 21.793 -3.603 22.721 0.09 0.58 -0.07
O 20.111 -0.568 23.436 0.161 0.006 0.18
O 22.119 -0.078 19.614 0.283 0.199 -0.29
O 22.111 1.328 21.839 -0.204 0.244 0.636
O 20.887 -7.218 19.988 -0.227 -0.213 -0.346
O 20.763 -4.615 20.487 -0.171 0.108 0.46
O 11.352 1.17 25.36 0.162 0.305 0.017
O 22.44 -2.567 20.429 0.416 -0.397 0.097
O 24.405 1.536 20.616 0.113 -0.282 0.042
O 20.003 -2.238 21.406 -0.593 -0.089 0.177
O 11.019 -3.842 20.19 -0.227 -0.144 0.243
O 10.523 -6.144 21.293 -0.759 0.208 0.12
O 15.581 -3.273 24.066 -0.023 0.479 0.067
O 10.771 -1.395 21.081 -0.349 0.417 -0.084
O 25.236 0.323 -8.291 -0.397 0.429 0.016
O 17.934 5.281 23.219 -0.249 0.237 0.411
O 17.267 -0.705 -8.231 -0.515 -0.195 -0.001
O 15.155 2.395 25.055 -0.268 0.099 0.363
O 17.46 -5.753 20.472 0.454 0.134 0.472
O 17.98 -4.371 24.418 0.193 -0.176 0.341
O 15.843 5.666 -6.652 0.464 0.028 -0.206
O 19.558 -8.903 21.521 0.201 0.097 0.133
O 19.89 0.381 20.947 -0.706 0.081 -0.031
O 24.071 2.617 22.936 0.162 0.214 -0.129
O 22.374 3.872 24.586 -0.15 0.501 0.174
O 22.103 -6.108 23.301 0.084 0.061 -0.336
O 9.631 3.098 24.84 0.331 0.361 -0.132
O 25.813 -1.274 -6.232 -0.008 -0.225 0.312
O 22.186 -8.849 -7.521 -0.33 -0.051 -0.388
O 17.591 3.408 25.123 0.37 0.187 0.19
O 11.652 -0.879 23.564 0.432 -0.045 -0.124
O 16.225 -5.539 22.816 -0.332 -0.29 0.308
O 28.177 -2.157 -5.41 -0.134 -0.662 -0.119
O 16.841 1.806 20.392 -0.127 -0.594 0.235
O 29.647 1.088 -8.444 -0.05 -0.046 0
O 7.89 -3.822 24.735 0.023 0.189 0.094
O 21.472 -6.395 -7.696 -0.064 -0.183 -0.32
O 17.292 -5.129 -8.285 0.053 0.034 0.003
O 23.218 -8.205 24.392 -0.138 0.157 0.462
O 20.633 -8.142 24.097 -0.472 -0.455 -0.504
O 21.238 0.651 -5.586 0.137 0.331 0.201
O 9.748 0.48 22.594 -0.012 0.414 0.696
O 21.833 5.79 -2.569 0.025 0.259 0.437
O 19.897 -8.166 -3.642 0.247 0.404 -0.382
O 15.262 -3.174 -5.487 -0.057 0.224 -0.549
O 14.357 -1.29 -8.518 0.124 -0.051 0.433
O 15.292 3.519 21.718 0.215 0.647 -0.298
O 13.238 2.643 20.358 -0.561 0.091 -0.228
O 21.379 4.075 -7.082 -0.383 0.007 0.473
O 17.276 -7.8 22.168 0.135 0.056 0.422
O 22.093 -8.424 21.964 0.33 0.001 0.216
O 9.696 -7.737 23.167 -0.443 -0.005 -0.191
O 15.341 3.063 -7.027 -0.056 -0.358 -0.075
O 13.349 2.425 23.063 -0.367 -0.316 0.298
O 23.117 3.797 -3.633 -0.444 0.03 -0.374
O 19.165 -5.966 -6.579 -0.145 -0.518 0.137
O 17.661 -2.678 -6.363 0.331 -0.094 -0.032
O 13.783 -3.432 -3.325 0.132 0.094 0.629
O 21.203 -4.37 -6.004 0.422 -0.043 -0.171
O 17.727 2.753 22.599 0.261 -0.004 0.015
O 13.031 -3.938 24.326 -0.038 0.321 -0.419
O 10.47 -3.956 24.793 -0.058 -0.191 0.269
O 12.739 -8.268 -4.941 -0.688 -0.018 0.092
O 19.509 -1.97 -8.136 0.128 0.344 -0.187
O 13.518 4.744 -5.966 0.062 -0.168 -0.07
O 28.034 0.039 -6.758 -0.13 0.291 -0.023
O 11.699 -6.059 23.556 0.124 -0.066 -0.335
O 22.288 -0.841 24.986 0.105 -0.709 -0.229
O 21.565 5.794 -5.13 0.432 0.009 -0.05
O -12.188 -4.222 -1.562 -0.602 -0.238 -0.063
O 15.329 -8.384 -8.846 0.259 -0.32 -0.272
O 19.873 3.616 23.842 0.307 0.209 -0.417
O -12.247 -6.273 -3.303 0.103 -0.141 -0.276
O 24.263 -4.591 -7.503 -0.51 0.136 0.204
O -8.376 3.825 24.209 -0.084 0.246 -0.12
O 21.275 1.519 24.595 0.549 0.01 0.119
O -20.33 3.697 -8.019 0.066 -0.31 0.236
O 9.746 -9.113 -8.205 -0.165 -0.182 -0.5
O 17.867 -0.808 21.928 -0.275 0.41 0.258
O 28.96 0.106 -2.348 -0.027 0.05 0.246
O -19.792 0.385 -1.793 -0.156 0.119 -0.358
O -19.88 3.745 -1.488 -0.712 -0.065 0.084
O 28.728 4.001 -0.767 -0.009 -0.124 0.101
O 26.32 5.421 -5.957 -0.168 0.08 0.229
O 32.498 -7.64 -6.953 0.489 -0.482 0.096
O -19.103 -5.212 -3.293 0 0.171 0.262
O -21.332 -6.582 -3.194 -0.672 -0.086 -0.392
O 31.557 -0.186 -2.004 0.384 0.194 -0.48
O 31.01 3.311 -1.851 0.169 -0.342 0.196
O -28.511 2.78 -3.423 0.031 -0.189 -0.255
O 30.375 -7.916 -3.875 0.261 -0.069 -0.028
O 29.331 -5.412 -1.874 0.072 0.562 0.067
O -27.593 -4.108 -1.574 -0.409 0.111 0.031
O -24.696 -0.207 -2.03 -0.004 -0.342 0.262
O -24.983 3.779 -0.329 -0.033 -0.038 -0.421
O -27.428 3.926 -1.301 -0.695 0.131 0.17
O -27.259 -7.735 -1.299 -0.221 -0.289 0.105
O -24.889 -7.684 -0.321 -0.002 0.004 -0.413
O -20.142 5.757 20.459 -0.206 0.201 0.42
O -25.112 -3.882 -0.531 0.271 -0.037 -0.598
O -22.591 4.363 -1.204 0.315 0.267 -0.004
O 25.508 2.997 -4.017 0.046 0.269 -0.709
O -22.344 -7.669 -1.058 0.045 0.048 -0.249
O -22.703 -3.741 -1.41 0.423 -0.301 -0.059
O -21.233 -3.829 -3.469 0.632 0.123 -0.403
O 30.983 1.148 0.227 -0.162 0.089 -0.249
O 31.013 -1.549 0.101 0.081 0.003 -0.368
O 31.194 -7.176 -1.42 0.465 -0.01 0.076
O -6.909 4.741 -6.565 0.183 -0.2 0.099
O -19.273 -1.346 0.138 0.174 -0.218 -0.447
O 26.423 -8.112 -1.647 0.325 -0.408 -0.348
O -19.238 -3.894 0.867 0.154 -0.08 -0.437
O -19.326 -6.427 0.152 -0.069 0.158 -0.213
O 29.801 -2.075 18.775 -0.447 -0.627 -0.204
O -23.555 -5.668 18.823 0.274 0.015 0.386
O 25.893 1.389 18.577 0.065 -0.369 0.151
O 28.321 -5.67 19.854 0.044 0.497 0.28
O 26.743 -1.711 18.947 -0.11 0.177 0.22
O 28.343 -2.08 20.946 0.127 -0.201 0.706
O 27.088 -0.038 -4.267 -0.553 0.102 -0.25
O 27.789 2.245 -3.132 0.645 0.119 0.033
O 27.426 4.796 -3.673 0.505 0.432 0.566
O 28.807 -7.48 -0.394 0.273 -0.528 0.409
O -20.367 -6.757 -7.68 0.56 0.241 -0.021
O -20.642 -5.423 -5.43 0.402 0.11 0.136
O -27.864 -7.835 25.341 -0.208 0.356 -0.552
O 30.303 -1.074 -4.185 -0.01 0.072 -0.695
O 30.751 1.507 -3.79 0.075 0.019 -0.367
O 30.95 4.062 -4.404 0.455 0.333 0.283
O -22.742 -0.447 -6.523 -0.225 -0.59 0.537
O 24.524 5.065 23.605 -0.08 -0.156 -0.279
O 29.038 -5.837 -4.556 -0.233 0.307 -0.612
O -26.726 -0.345 -3.594 -0.268 -0.012 0.086
O -25.502 -2.077 -5.18 0.043 -0.108 -0.488
O -26.394 4.332 -3.7 -0.271 -0.094 -0.323
O -13.11 3.249 25.049 0.215 0.046 0.323
O -26.406 -8.379 -3.748 0.219 0.001 -0.512
O -26.216 -4.209 -3.774 0.319 -0.274 0.456
O 32.123 -5.173 -6.088 -0.449 -0.252 0.183
O -22.644 1.188 -2.951 0.326 0.096 0.396
O -22.484 -1.489 -2.813 0.559 0.02 -0.544
O -22.704 1.939 -5.449 0.188 0.338 -0.368
O -22.656 -6.883 -6.427 -0.223 -0.153 0.732
O -26.099 -4.351 -8.378 0.228 -0.161 -0.107
O -23.74 -3.531 -3.883 0.058 -0.359 0.006
O 29.173 0.23 19.91 -0.164 -0.012 0.155
O 28.533 4.81 21.9 0.309 0.016 0.257
O 32.533 -3.345 22.048 0.137 -0.434 -0.016
O 30.437 -6.846 20.757 -0.163 -0.443 0.506
O 30.875 -1.444 21.1 -0.015 0.031 0.35
O -25.646 -4.422 24.709 0.013 -0.118 0.128
O 30.988 1.059 22.693 0.336 -0.321 0.249
O -28.593 5.298 20.58 -0.355 -0.271 0.478
O -21.808 -2.163 -8.248 -0.437 0.282 0.064
O -24.284 -3.702 22.552 0.513 0.366 0.072
O -26.089 -0.851 23.503 -0.293 -0.142 0.342
O -24.383 -0.348 19.266 -0.053 0.207 -0.341
O -24.941 5.375 20.394 -0.124 -0.273 0.62
O -23.635 0.799 21.496 0.056 -0.025 0.897
O -25.234 -7.444 19.847 -0.33 -0.249 -0.044
O -25.495 -4.883 20.503 -0.027 0.029 0.388
O -27.29 -0.393 -6.123 -0.006 0.672 -0.188
O -24 -2.823 20.062 0.716 -0.095 0.099
O -21.326 1.259 20.271 0.173 -0.268 0.085
O -26.203 -2.397 21.367 -0.261 -0.119 -0.217
O 25.186 3.754 19.459 0.12 -0.043 0.226
O 26.455 -3.911 20.369 -0.402 0.088 0.192
O 26.021 -6.455 20.916 -0.462 -0.245 -0.002
O 30.841 -3.369 23.978 -0.144 0.393 -0.091
O 25.811 -1.555 21.37 -0.45 0.123 -0.357
O -20.929 0.279 -8.25 -0.385 0.569 0.17
O -28.578 3.216 25.08 0.453 0.165 0.283
O 32.641 -0.572 -8.177 -0.475 -0.042 0.178
O 30.531 2.2 25.007 0.003 0.023 0.103
O -28.687 -5.918 20.45 0.405 -0.148 0.041
O -28.263 -4.332 24.417 0.027 -0.339 0.281
O 31.211 5.5 -6.634 0.499 -0.024 0.048
O -26.718 -8.621 21.688 0.199 0.489 0.398
O -26.127 0.296 21.11 -0.416 0.339 0.129
O -22.103 2.632 22.429 0.08 0.278 -0.18
O -23.739 3.62 24.364 -0.247 0.262 -0.076
O -23.971 -6.076 23.544 0.438 0.021 -0.314
O 24.798 3.13 25.347 0.124 0.145 0.518
O -20.228 -1.347 -6.267 -0.056 -0.308 0.357
O -24.077 -8.904 -7.536 -0.449 -0.054 -0.248
O 17.35 -3.617 -3.821 -0.37 0.221 0.189
O 27.821 -8.028 22.03 0.469 0.117 0.467
O 26.526 -0.596 23.734 0.24 0.131 -0.196
O 31.637 -5.637 22.811 -0.199 -0.435 0.272
O -17.83 -1.973 -5.179 -0.088 -0.489 -0.211
O 32.348 1.64 20.344 -0.161 -0.345 0.091
O -16.591 1.063 -8.704 -0.399 0.142 -0.169
O 23.181 -4.216 24.837 0.023 0.006 0.187
O -24.815 -6.44 -7.866 -0.226 0.098 -0.642
O -28.774 -5.589 -8.585 -0.122 -0.035 -0.379
O -23.013 -8.345 24.483 -0.152 -0.152 0.375
O -25.581 -8.077 24.145 -0.221 -0.057 -0.087
O -24.916 0.49 -5.421 0.043 0.059 0.492
O 24.186 -0.023 22.719 -0.456 -0.191 0.141
O -24.42 5.733 -2.602 0.038 0.33 0.649
O -24.628 5.644 -5.175 -0.022 0.265 -0.117
O 30.649 -3.166 -5.577 -0.034 0.154 -0.54
O 24.688 -2.495 23.498 -0.134 -0.152 -0.177
O 30.827 3.415 21.603 0.231 0.511 -0.047
O 28.697 2.778 20.227 -0.087 0.359 -0.068
O -24.846 3.99 -7.175 -0.401 0.078 0.572
O 32.351 -8.01 22.08 -0.394 -0.247 0.218
O -24.1 -8.215 22.066 0.717 -0.299 -0.115
O 25.426 -7.904 23.083 -0.191 0.127 -0.232
O 30.67 2.874 -6.683 -0.096 -0.562 0.325
O 28.909 0.252 24.372 0.33 -0.24 -0.115
O -23.116 3.768 -3.649 -0.041 0.011 -0.505
O -27.033 -6.01 -6.59 0.209 -0.035 0.422
O -28.505 -2.699 -6.505 -0.123 -0.142 -0.099
O 29.177 -3.425 -3.427 0.119 0.208 0.526
O -24.918 -4.509 -6.021 0.501 -0.052 -0.251
O -28.38 2.6 22.571 0.534 -0.24 0.001
O 28.274 -3.909 24.468 -0.191 0.529 -0.693
O 32.062 1.906 -8.797 0.179 0.484 0.074
O 26.294 5.755 20.686 -0.573 0.131 0.53
O 27.995 -8.313 -4.854 -0.366 0.531 0.147
O -21.839 -9.265 -3.046 -0.002 -0.032 -0.144
O -26.658 -1.83 -8.216 0.446 0.113 -0.267
O 28.858 4.726 -5.876 -0.283 -0.026 -0.169
O -18.038 0.02 -6.805 -0.025 0.393 0.328
O 26.928 -5.769 23.25 0.002 0.139 -0.019
O -23.911 -0.96 24.985 0.299 -0.354 -0.248
O -22.398 4.754 -6.517 0.296 -0.239 0.561
O 22.27 1.727 -7.8 0.313 -0.143 0.013
O 29.923 -7.537 -6.427 -0.08 0.403 -0.28
O 30.748 -8.344 -8.767 0.313 0.076 -0.051
O -26.294 3.572 23.801 0.282 0.262 -0.356
O 18.345 -6.03 -3.164 -0.205 -0.062 -0.487
O -21.939 -4.651 -7.621 -0.103 0.22 0.408
O 28.805 2.438 22.935 -0.597 -0.071 0.252
O -25.007 1.375 24.444 0.026 -0.035 -0.255
O 2.106 -3.52 -3.985 -0.252 0.124 0.196
O 25.22 -9.15 -8.201 -0.075 -0.124 -0.408
O -28.244 -0.895 21.893 -0.137 0.193 -0.03
O -17.3 0.036 -2.445 0.052 -0.251 0.014
O -4.159 -0.199 -1.957 -0.143 -0.084 -0.182
O -4.547 4.82 -1.405 -0.38 -0.204 0.166
O -17.405 4.133 -0.854 0.178 -0.163 0.088
O -19.939 5.388 -6.021 -0.284 0.33 -0.089
O -13.86 -7.714 -7.06 0.573 -0.192 0.295
O -3.723 -4.649 -3.491 -0.067 0.162 0.146
O -5.96 -5.994 -3.017 -0.562 -0.045 -0.166
O -14.834 0.227 -1.62 0.1 -0.06 -0.507
O -15.319 3.133 -2.068 -0.154 -0.378 0.231
O -13.185 2.781 -3.543 0.04 -0.148 -0.449
O -15.532 -8.164 -4.518 0.175 -0.283 -0.261
O -16.975 -5.668 -1.934 -0.509 0.363 0.352
O 23.816 4.878 -6.376 0.08 -0.288 0.204
O -11.936 0.045 -1.427 -0.304 -0.323 -0.461
O -9.368 0.224 -1.646 0.269 0.065 0.403
O -9.597 3.671 -0.299 0.023 0.047 -0.125
O -11.983 3.738 -1.386 -0.21 0.136 -0.04
O -12.021 -7.867 -1.256 -0.626 -0.066 -0.192
O -9.568 -7.764 -0.399 0.067 -0.032 -0.159
O -8.383 1.617 -7.783 -0.147 0.057 -0.221
O -9.739 -3.97 -0.486 0.217 -0.028 -0.012
O -5.548 -0.181 0.268 -0.055 -0.276 0.45
O -7.172 3.712 -1.249 0.426 -0.162 -0.158
O -20.759 2.822 -3.85 -0.165 -0.215 -0.253
O -7.133 -7.758 -1.398 0.048 -0.228 -0.232
O -13.303 -8.764 -3.326 0.162 -0.471 -0.12
O -7.299 -4.093 -1.342 0.492 -0.087 -0.279
O -5.979 -3.422 -3.501 0.275 0.443 -0.027
O -15.475 -1.083 0.485 -0.231 0.119 -0.45
O -15.072 5.077 -0.171 0.347 0.11 -0.288
O -15.052 -7.404 -2.028 0.191 0.422 0.226
O 17.369 -8.558 -3.129 0.181 -0.611 -0.161
O -15.389 -3.779 0.952 -0.015 0.042 -0.49
O -15.495 -6.289 0.186 -0.005 -0.005 -0.189
O -3.697 -1.998 -0.013 -0.009 -0.204 -0.179
O -3.176 0.577 0.451 0.237 -0.174 0.13
O -3.633 3.136 0.342 -0.417 0.102 -0.037
O -19.836 -8.194 -1.696 0.222 -0.353 -0.415
O -9.975 -2.134 18.399 0.086 -0.127 -0.027
O -6.659 -9.272 18.998 -0.128 0.456 0.297
O -8.163 -5.646 18.889 0.261 0.183 0.251
O -17.889 -5.821 19.929 0.257 0.394 0.681
O -19.719 -1.734 18.947 0.037 0.802 0.234
O -17.595 -2.51 20.262 0.119 -0.469 -0.03
O -19.168 0.118 -4.369 -0.438 0.182 -0.235
O -18.389 2.265 -3.068 0.537 0.172 -0.121
O -18.908 4.752 -3.719 0.187 0.284 0.219
O -17.353 -7.952 -0.74 0.061 -0.682 0.167
O -5.007 -6.635 -7.665 0.774 0.188 -0.192
O -5.405 -5.194 -5.445 0.166 0.006 -0.229
O -12.429 -7.77 25.289 -0.186 -0.145 -0.802
O -15.604 -1.351 -3.719 0.635 -0.183 -0.196
O -15.368 1.273 -3.908 0.139 0.011 -0.82
O -15.27 3.822 -4.657 0.296 0.321 0.029
O -7.405 -0.733 -7.051 -0.057 -0.514 0.096
O -21.769 5.024 23.328 0.132 0.014 -0.372
O -17.04 -6.036 -4.631 0.011 0.326 -0.506
O -10.766 -0.624 -3.657 0.099 -0.237 -0.018
O -9.642 -2.293 -5.331 0.446 0.044 0.083
O -10.814 1.936 -2.941 0.244 0.103 -0.159
O -11.092 4.371 -3.829 -0.239 -0.132 -0.603
O -10.684 -8.461 -3.482 0.339 0.063 -0.121
O -10.971 -4.025 -3.865 -0.166 0.242 0.278
O -14.098 -5.231 -6.166 -0.235 -0.217 0.374
O -7.184 0.366 -3.19 -0.058 -0.369 -0.398
O -8.016 -1.906 -2.511 -0.242 -0.086 -0.126
O -6.817 1.373 -5.616 0.311 0.28 -0.193
O -7.32 -6.781 -6.488 -0.286 -0.092 0.589
O -10.827 -4.47 -8.35 0.073 -0.125 0.022
O -8.411 -4.132 -3.823 -0.09 -0.362 -0.369
O -17.144 -0.002 19.618 -0.359 -0.154 -0.173
O -4.954 3.757 -8.202 0.128 -0.41 0.254
O -13.67 -3.298 22.048 0.523 -0.115 0.109
O -15.703 -7.065 20.689 -0.312 -0.32 0.31
O -15.321 -1.435 20.963 -0.08 0.044 0.451
O -10.169 -4.859 24.696 0.153 -0.124 0.529
O -17.422 2.401 23.063 -0.226 -0.02 0.42
O -13.459 5.334 20.582 -0.164 -0.055 0.276
O -6.273 -2.218 -8.876 0.16 0.152 -0.384
O -9.108 -3.622 22.659 0.205 0.45 0.302
O -10.581 -0.711 23.325 -0.188 -0.454 0.293
O -8.669 -0.168 19.581 0.04 0.152 -0.118
O -8.427 1.4 21.636 -0.232 0.062 0.324
O -9.923 -7.305 19.993 -0.033 -0.142 -0.182
O -10.796 -2.26 21.224 -0.252 -0.069 -0.086
O -11.606 -0.636 -6.067 -0.296 0.239 0.323
O -8.349 -2.676 20.364 0.621 -0.277 0.126
O -6.039 1.364 20.404 0.02 -0.259 0.211
O -13.046 -2.803 -6.399 -0.098 -0.206 -0.173
O -21.108 3.672 19.338 -0.015 0.132 -0.051
O -19.765 -4.022 20.243 -0.186 0.067 0.157
O -20.273 -6.532 20.814 -0.588 -0.097 -0.158
O -15.249 -3.472 24.062 -0.172 0.361 0.113
O -19.779 -1.716 21.52 0.038 0.101 0.079
O -5.451 0.233 -8.441 -0.164 0.33 0.611
O -12.948 5.19 23.174 -0.285 0.142 0.311
O -13.426 -0.516 -7.896 -0.389 -0.227 0.444
O -15.537 2.2 25.016 -0.006 0.097 0.069
O -12.799 -4.61 24.179 -0.012 -0.515 -0.066
O -15.147 5.41 -6.806 0.491 -0.076 0.131
O -13.361 -5.88 20.401 0.193 -0.219 0.347
O -10.801 0.421 20.98 -0.737 0.41 -0.369
O -6.493 2.82 22.56 0.279 0.245 -0.339
O 3.28 -5.79 -3.209 -0.162 -0.055 -0.315
O -8.518 -6.133 23.112 0.314 0.098 -0.371
O -21.238 2.985 24.869 0.347 0.298 0.148
O -8.567 -8.922 -7.574 -0.174 -0.086 -0.466
O -18.571 -8.201 21.954 0.485 -0.154 0.636
O -19.405 -0.91 23.959 0.093 -0.362 0.079
O -14.696 -5.622 22.669 -0.411 -0.138 0.456
O -2.597 -2.339 -5.554 -0.121 -0.573 -0.329
O -13.946 1.668 20.327 0.079 -0.154 0.091
O -1.089 1.07 -8.334 -0.278 0.119 0.088
O -23.021 -4.032 24.817 -0.014 0.046 0.369
O -9.493 -6.569 -7.994 -0.256 -0.004 -0.328
O -13.498 -5.663 -8.673 0.304 -0.239 -0.416
O -7.529 -8.214 24.349 -0.13 -0.035 0.546
O -10.108 -7.977 24.117 -0.399 -0.051 -0.293
O -9.243 0.34 -5.591 0.075 0.469 0.276
O -21.379 0.084 22.595 -0.182 0.083 0.452
O -8.815 5.108 -2.734 0.12 -0.073 0.26
O 10.349 3.785 -7.947 -0.092 -0.375 0.163
O -9.139 5.609 -5.204 -0.136 0.147 -0.197
O -15.477 -3.134 -5.549 -0.231 -0.128 -0.783
O -21.456 -2.442 23.388 -0.16 -0.231 -0.38
O -15.529 3.403 21.587 0.146 0.429 0.092
O -17.624 2.466 20.343 -0.663 0.006 -0.107
O -9.358 3.971 -7.187 -0.502 0.026 0.342
O -13.641 -7.914 22.088 -0.074 -0.151 0.179
O -8.734 -8.535 21.968 0.508 -0.103 0.078
O -20.974 -7.891 22.971 -0.572 0.246 0.011
O -15.724 2.836 -6.978 -0.176 -0.181 0.453
O -17.147 0.221 24.534 0.139 -0.708 0.077
O -11.761 -6.253 -6.714 -0.042 -0.401 0.478
O 13.419 4.179 -0.778 0.151 -0.011 -0.032
O -16.952 -3.644 -3.45 0.143 0.038 0.091
O -9.653 -4.832 -6.006 0.558 -0.179 -0.115
O -13.117 2.658 22.523 0.231 -0.045 -0.132
O -17.859 -4.069 24.324 -0.182 0.207 -0.146
O -14.09 1.815 -8.831 0.304 0.404 0.065
O -20.397 -4.233 25.003 -0.037 -0.06 0.279
O -18.146 -8.431 -4.902 -0.372 0.179 0.121
O 25.767 -4.225 25.159 -0.004 0.24 0.524
O -11.354 -1.958 -8.285 0.318 0.3 -0.135
O -17.452 4.578 -5.923 -0.072 -0.288 -0.468
O -2.809 -0.126 -6.873 -0.096 0.568 0.166
O -19.308 -5.877 23.143 -0.056 0.372 0.18
O -8.373 -0.793 24.833 0.256 -0.036 -0.555
O -28.774 -3.755 -4.002 -0.234 0.356 0.091
O -12.871 -0.853 21.84 -0.237 0.503 0.325
O -16.489 -7.625 -6.793 -0.404 0.35 -0.327
O -20.648 -9.075 25.329 0.407 -0.035 -0.08
O -10.92 3.593 23.611 0.072 0.545 -0.264
O -17.98 4.622 21.77 0.127 -0.169 0.745
O -6.622 -4.534 -7.686 -0.037 0.201 0.113
O -15.241 1.058 22.685 -0.17 -0.411 0.19
O -9.524 1.483 24.346 0.185 0.139 -0.092
O -16.494 -1.562 -8.351 0.456 -0.254 0.745
O -21.009 -9.253 -8.303 -0.15 -0.157 -0.478
O -6.225 4.99 -3.374 -0.028 0.17 -0.86
O 0.254 -9.382 -1.845 0.692 0.135 0.346
O -28.269 5.164 23.189 0.007 0.103 0.225
O -10.078 -4.693 20.432 -0.144 0.147 -0.038
O -15.792 5.578 -2.582 -0.178 -0.03 -0.241
O 3.641 -5.727 -6.424 0.007 0.042 0.659
O 13.703 0.282 24.578 0.322 -0.327 0.075
O 18.874 -0.311 -6.265 -0.249 0.521 0.041
O 32.657 -8.647 -3.025 0.101 -0.58 -0.259
O -4.931 -1.694 -6.679 -0.425 -0.568 0.095
O -11.286 -8.949 21.539 0.046 -0.247 -0.028
O 9.006 -9.184 -2.962 0.17 0.015 -0.156
O 24.907 -6.583 -3.185 -0.402 -0.14 -0.581
O 12.828 4.707 21.866 -0.298 -0.019 0.658
O 8.86 -4.515 -7.475 -0.456 0.045 -0.039
O -27.879 -6.169 -3.286 -0.344 -0.036 -0.426
O -4.868 -8.322 -2.79 0.186 0.188 -0.385
O 8.447 4.909 -6.355 0.084 -0.136 0.444
O 13.606 -5.751 -4.609 0.172 0.388 -0.25
O 2.177 3.512 25.075 -0.043 0.163 0.328
O 1.977 -8.087 -3.415 -0.035 -0.388 -0.341
O 9.378 -2.14 23.215 -0.56 -0.235 -0.252
O 29.552 -1.592 -8.282 0.419 -0.035 0.607
O -2.917 -8.027 21.998 0.678 0.127 0.043
O -26.189 1.953 -2.487 0.066 0.076 0.136
O -23.983 1.588 -7.715 0.003 -0.419 -0.111
O 30.359 5.793 -1.925 -0.253 0.129 -0.129
O 11.999 -8.227 21.995 0.616 0.144 0.02
O 25.749 3.764 -7.927 -0.134 -0.487 0.208
O -13.509 -3.993 -3.95 -0.423 0.028 0.251
O 6.617 -8.045 22.167 0.358 -0.011 -0.149

Results
total energy: -419892.219 eV
total energy less fixed offsets of O -438.25, Si -107.07 eV per atom: -11.849 eV
